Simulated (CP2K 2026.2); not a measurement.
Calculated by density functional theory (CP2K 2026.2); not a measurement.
Periodic cell of 1968 atoms, Si1440O528, from a study of silicon, its oxide and their interface. The atomic structure is a simulated model.
Doubt: the forces sum to 6.54 eV/angstrom along one axis rather than to zero, so they err by at least 0.0033 eV/angstrom per atom on average; the grid cutoff is modest.

Settings: functional PBE; method Gaussian and plane waves; basis set DZVP-MOLOPT-SR-GTH; pseudopotentials GTH-PBE; grid cutoff 300 Ry, relative cutoff 40 Ry; k points Gamma only; occupations fixed; spin none; net charge 0.

Cell vectors (angstrom)
a	65.28	0	0
b	0	16.32	0
c	-0.5282	0.7216	33.2817

Atoms and the computed forces on them: element, x, y, z (angstrom), force x, y, z (eV/angstrom)
Si	1.999	-1.482	1.576	-0.25	0.056	0.659
Si	4.655	1.138	1.579	-0.409	0.372	0.117
Si	1.574	4.139	1.475	-0.147	-0.037	0.78
Si	4.643	6.601	1.563	-0.333	0.135	0.676
Si	1.114	-6.27	1.641	-0.306	0.191	0.519
Si	4.584	-3.305	1.423	0.417	0.4	0.397
Si	7.335	-0.35	0.719	0.064	-0.072	0.583
Si	9.132	0.301	-1.529	0.113	0	0.107
Si	6.736	4.201	1.653	0.22	-0.146	0.602
Si	9.415	6.897	1.525	0.219	-0.033	0.664
Si	7.173	9.143	1.495	-0.095	0.314	0.663
Si	10.133	-4.253	1.542	-0.069	-0.298	0.457
Si	11.937	-0.982	1.907	0.229	-0.277	0.672
Si	14.72	1.057	1.773	0.247	0.092	0.656
Si	11.889	1.941	1.35	0.061	0.123	0.546
Si	14.634	5.798	1.358	-0.302	-0.366	0.407
Si	11.6	-6.19	1.649	-0.075	0.126	0.02
Si	14.506	-4.226	0.17	-0.084	-0.066	0.125
Si	15.91	-1.635	0.811	0.159	-0.127	0.643
Si	20.328	0.815	1.646	-0.024	-0.063	-0.016
Si	17.24	4.082	1.627	0.075	0.064	0.637
Si	20.197	6.985	1.495	0.397	-0.445	0.273
Si	18.448	-6.75	1.203	0.182	0.409	0.564
Si	20.885	-4.422	1.718	0.048	0.013	-0.026
Si	22.296	-0.768	1.335	-0.174	0.198	0.525
Si	25.372	1.767	1.408	0.103	-0.252	0.714
Si	23.045	3.763	1.736	-0.065	-0.079	0.615
Si	26.027	6.251	1.586	0.254	-0.216	0.472
Si	22.813	10.464	1.432	0.023	0.78	0.296
Si	27.7	-4.094	0.167	-0.021	-0.652	0.262
Si	30.296	-3.179	-0.761	0.032	-0.005	-0.018
Si	31.046	-0.245	-0.029	-0.196	0.401	-0.223
Si	27.898	4.655	1.586	-0.32	0.077	0.559
Si	30.895	6.518	1.597	0.188	0.23	0.654
Si	28.61	10.189	1.036	-0.052	0.604	0.23
Si	31.804	11.738	1.377	0.201	-0.092	0.464
Si	33.685	-1.159	1.286	0.132	-0.091	0.755
Si	36.419	1.412	1.15	0.437	-0.094	0.688
Si	32.718	4.02	1.14	-0.294	-0.403	0.454
Si	36.456	6.928	1.266	-0.039	-0.104	0.705
Si	33.486	9.944	1.251	-0.029	-0.079	-0.047
Si	36.746	11.874	1.307	-0.155	0.215	0.651
Si	39.991	-1.092	0.772	0.13	0.31	0.541
Si	41.616	2.154	0.986	-0.014	0.007	0.031
Si	39.824	3.837	1.092	0.026	-0.003	0.042
Si	-22.627	6.639	1.46	-0.027	-0.327	0.47
Si	38.972	9.674	1.455	0.24	0.007	0.71
Si	-22.596	11.621	1.28	0.096	-0.14	0.548
Si	-19.865	-1.862	1.16	0.093	-0.03	0.041
Si	-17.1	0.962	1.324	0.014	0.002	-0.037
Si	-20.89	4.947	1.395	-0.273	-0.127	0.655
Si	-17.456	6.509	1.367	-0.16	0.178	0.708
Si	-20.932	9.835	1.376	-0.074	0.014	-0.047
Si	-18.081	12.668	1.157	-0.005	-0.005	-0.033
Si	-15.426	-0.807	1.413	-0.216	0.13	0.517
Si	-12.193	1.357	1.36	-0.009	0.002	0.671
Si	-15.155	4.326	1.371	0.419	-0.444	0.062
Si	-11.673	6.255	1.345	0.19	-0.152	0.528
Si	-14.912	9.503	1.286	0.023	0	0.684
Si	-12.189	12.217	1.223	0.005	0.016	0.647
Si	-8.94	-1.77	1.433	0.091	-0.218	0.502
Si	-6.533	1.255	1.609	-0.066	-0.015	0.586
Si	-9.924	4.488	1.494	-0.19	0.275	0.523
Si	-6.894	7.075	1.601	-0.202	0.221	0.407
Si	-8.715	8.721	1.331	0.191	0.077	0.71
Si	-7.24	-3.519	1.309	-0.192	0.155	0.636
Si	-4.382	-0.964	1.425	0.114	-0.11	0.784
Si	-1.878	1.972	1.508	-0.072	0.21	0.616
Si	-3.619	3.761	1.698	0.31	-0.192	0.407
Si	-1.697	7.182	1.548	-0.201	0.258	0.497
Si	-3.435	-7.317	1.413	0.097	-0.024	0.076
Si	-0.717	-4.565	1.536	0.231	-0.13	0.496
Si	3.04	0.059	2.954	0.002	-0.027	-0.02
Si	5.608	2.691	3.011	0.029	0.041	0.043
Si	2.906	5.526	2.788	0.003	-0.007	-0.031
Si	5.684	8.119	2.999	0.022	-0.022	-0.014
Si	2.914	-5.431	2.924	-0.355	-0.213	0.239
Si	5.892	-2.297	3.122	-0.003	0.025	-0.034
Si	7.67	-0.602	3.006	0.054	-0.064	0.012
Si	11.653	3.208	3.221	0.013	0.099	-0.006
Si	8.326	5.382	2.916	-0.032	-0.011	-0.03
Si	10.902	-8.126	2.815	0.022	-0.088	-0.045
Si	8.264	-5.361	2.623	0.028	0.008	-0.084
Si	10.902	-2.692	3.091	0.004	0.048	0.002
Si	13.627	-0.168	3.323	-0.09	-0.04	0.012
Si	16.15	2.551	2.985	-0.024	-0.028	-0.049
Si	13.306	4.961	3.13	0.02	0.009	-0.079
Si	16.192	-8.117	2.747	0.21	0.02	0.749
Si	13.55	-5.452	2.774	-0.3	-0.148	0.318
Si	16.946	-2.034	2.909	0.025	-0.015	0.022
Si	18.742	-0.3	3.106	-0.069	0.005	-0.059
Si	21.491	2.486	2.938	-0.023	-0.026	0.03
Si	18.857	5.454	2.753	0.032	-0.064	-0.036
Si	21.642	-8.264	3.027	-0.368	-0.411	0.276
Si	19.24	-5.473	2.988	-0.096	-0.103	-0.037
Si	21.694	-2.555	2.821	-0.045	0.063	-0.043
Si	24.196	0.06	2.588	0.002	0.03	-0.108
Si	27.005	2.805	2.744	0.077	0.032	-0.074
Si	24.347	5.308	2.943	0.002	0.002	0.001
Si	26.918	8.101	2.738	-0.211	-0.211	0.417
Si	24.597	11.272	2.874	-0.04	-0.005	0.014
Si	26.374	-3.388	2.714	-0.1	0.012	0.533
Si	30.325	0.527	2.743	0.09	0.267	0.462
Si	31.994	2.4	2.757	0.046	0.002	-0.046
Si	29.562	5.406	3.079	-0.033	-0.029	-0.051
Si	32.403	8.165	2.513	0.02	0.024	0.011
Si	29.963	10.979	2.722	0.003	0.007	-0.006
Si	32.595	-2.736	2.635	0.005	0.026	-0.002
Si	35.269	-0.03	2.607	-0.044	0.01	-0.037
Si	38.011	2.792	2.331	-0.011	-0.013	-0.052
Si	35.107	5.568	2.639	0.36	0.298	0.276
Si	37.895	8.083	2.744	-0.049	0.004	-0.069
Si	35.159	10.813	2.674	0.022	0.042	-0.012
Si	38.011	-2.878	2.517	-0.346	-0.148	0.374
Si	40.858	0.306	2.378	0.026	-0.043	-0.086
Si	-21.825	2.945	2.287	0.065	0.024	-0.133
Si	-24.483	5.523	2.443	0.008	0.048	-0.07
Si	-21.755	8.241	2.893	0.082	-0.009	0.032
Si	-24.51	10.821	2.517	0.003	-0.023	-0.033
Si	-21.686	-2.801	2.41	0.032	0.027	-0.088
Si	-18.951	-0.053	2.44	0.004	-0.022	-0.065
Si	-16.259	2.699	2.686	0.034	0.022	0.034
Si	-19.057	5.505	2.763	0.01	0.012	-0.068
Si	-16.302	8.151	2.585	0.007	0.005	-0.079
Si	-19.103	10.93	2.446	0.026	-0.01	0
Si	-16.415	-2.643	2.558	0.017	-0.022	-0.032
Si	-13.618	0.043	2.674	0.009	-0.028	-0.007
Si	-10.883	2.743	2.753	0.005	0.021	-0.041
Si	-13.493	5.411	2.635	0.053	0.027	0.021
Si	-10.657	8.023	2.57	-0.017	0.041	-0.081
Si	-13.517	10.852	2.601	-0.006	0.031	-0.081
Si	-10.78	-2.754	2.554	0.01	0.056	-0.015
Si	-8.064	-0.053	2.796	-0.031	-0.007	0
Si	-5.288	2.702	2.937	-0.02	0.009	-0.035
Si	-8.121	5.431	2.742	-0.019	-0.066	-0.029
Si	-5.223	8.191	2.784	-0.016	0.002	0.034
Si	-8.044	-5.498	2.427	-0.039	-0.062	-0.019
Si	-5.449	-2.67	2.654	-0.018	-0.019	-0.069
Si	-2.695	0.105	2.713	0.014	-0.013	-0.074
Si	0.052	2.797	2.705	-0.007	-0.029	-0.05
Si	-2.607	5.487	2.92	-0.001	0.016	0.031
Si	0.07	8.231	2.761	0.025	0.019	-0.027
Si	-2.508	-5.548	2.743	-0.004	0.014	-0.017
Si	0.245	-2.701	2.662	0.003	-0.009	-0.052
Si	1.462	1.422	4.08	0.004	0.053	0.02
Si	4.168	4.102	4.225	-0.022	0.032	-0.008
Si	1.481	6.863	4.103	-0.044	-0.02	0.017
Si	4.207	9.461	4.254	0.014	0.042	-0.026
Si	1.546	-3.984	4.203	-0.009	-0.039	-0.077
Si	4.261	-1.266	4.435	-0.031	-0.014	0.005
Si	6.929	1.275	4.298	0.009	0.011	0.018
Si	9.723	4.081	4.267	-0.013	-0.044	-0.007
Si	6.987	6.734	4.344	-0.011	0.006	-0.019
Si	9.543	-6.748	4.175	0.022	0.032	-0.024
Si	6.942	-4.091	4.192	0.016	-0.034	0.003
Si	9.455	-1.404	4.341	-0.004	0.025	0.022
Si	12.39	1.399	4.56	-0.043	0.006	-0.008
Si	14.949	3.961	4.453	-0.028	-0.005	-0.009
Si	12.285	6.816	4.209	0.023	0.009	-0.022
Si	14.913	-6.764	4.182	0.014	-0.02	-0.062
Si	12.433	-3.989	4.289	0.029	-0.031	-0.111
Si	15.203	-1.398	4.442	0.057	-0.059	-0.022
Si	17.613	1.331	4.354	0.027	-0.024	0.014
Si	20.238	4.072	4.152	0.005	0.05	0.005
Si	17.619	6.87	4.163	-0.068	0.006	-0.018
Si	20.389	-6.86	4.426	0.024	-0.027	-0.026
Si	17.75	-4.001	4.104	-0.083	0.068	-0.105
Si	20.322	-1.435	4.368	0.017	0.014	0.033
Si	23.01	1.294	4.247	0.029	0.012	0.009
Si	25.745	4.039	4.297	0.013	0.028	0.02
Si	23.042	6.707	4.283	-0.01	0.034	0.022
Si	25.642	9.535	4.113	0.059	-0.008	-0.023
Si	23.051	12.393	4.24	-0.022	-0.084	-0.002
Si	25.596	-1.421	3.896	0.01	0	-0.012
Si	28.463	1.395	3.973	0.002	-0.037	-0.019
Si	31.023	3.983	4.216	0.097	-0.008	-0.001
Si	28.342	6.944	4.267	-0.064	0.046	0.017
Si	31.157	9.483	4.049	0.016	-0.088	-0.016
Si	28.366	12.242	3.959	-0.022	0.039	0.034
Si	31.202	-1.332	3.98	-0.001	0.023	0.018
Si	33.845	1.38	3.918	-0.054	0.017	0.039
Si	36.633	4.135	3.799	0	-0.012	-0.042
Si	33.766	6.883	4.01	-0.007	0.008	-0.04
Si	36.518	9.457	4.038	0.032	0.021	0.068
Si	33.953	12.281	4.051	0.006	-0.011	-0.023
Si	36.68	-1.419	3.873	0.019	-0.002	0.005
Si	39.324	1.422	3.794	-0.02	-0.009	-0.072
Si	-23.145	4.158	3.859	0.057	0.075	-0.019
Si	-25.878	6.761	3.917	0	-0.005	0.017
Si	-23.281	9.518	4.06	-0.018	0.043	-0.019
Si	-25.859	12.193	3.922	-0.053	-0.03	-0.001
Si	-23.106	-1.289	3.663	-0.017	0.011	-0.019
Si	-20.44	1.417	3.631	-0.053	-0.004	-0.023
Si	-17.72	4.018	3.99	0.024	0.036	-0.02
Si	-20.317	6.908	4.143	0	-0.022	-0.006
Si	-17.704	9.566	3.842	-0.024	0.006	0.013
Si	-20.426	12.226	3.93	-0.024	-0.041	0.018
Si	-17.706	-1.326	4.004	-0.008	0.029	-0.019
Si	-14.888	1.415	4.091	-0.01	0.047	-0.036
Si	-12.257	4.055	4.111	-0.014	0.009	-0.006
Si	-14.9	6.806	3.937	-0.011	-0.012	0.026
Si	-12.114	9.445	3.877	0.01	-0.009	0.004
Si	-14.959	12.27	3.852	0.015	0.022	0.026
Si	-12.189	-1.383	3.91	-0.018	-0.028	0.014
Si	-9.484	1.349	4.038	0.006	0.02	0.026
Si	-6.762	4.075	4.105	-0.01	0.008	0.029
Si	-9.432	6.781	4.135	-0.004	0.013	0.021
Si	-6.639	-6.674	3.983	-0.064	-0.037	-0.068
Si	-9.467	12.116	3.901	0.039	0.02	-0.027
Si	-6.718	-1.387	4.169	0.028	0.015	0.004
Si	-3.973	1.325	4.265	0.019	-0.003	0.02
Si	-1.182	4.141	4.204	0.002	-0.017	-0.016
Si	-4.032	6.782	4.229	0.017	0.019	-0.026
Si	-1.242	-6.819	4.242	-0.019	0.007	0.015
Si	-3.976	-4.071	3.924	-0.012	-0.019	-0.024
Si	-1.227	-1.322	3.954	0.004	0.013	-0.023
Si	0.104	0.011	5.411	-0.005	0.012	0.004
Si	2.772	2.757	5.544	0.007	-0.013	-0.024
Si	0.157	5.506	5.531	0.008	0.022	0.009
Si	2.811	8.143	5.568	-0.024	-0.009	0.007
Si	0.148	-5.405	5.509	0.014	-0.027	0.002
Si	2.842	-2.671	5.635	0.004	0.005	0.038
Si	5.558	0.089	5.782	0.018	-0.018	-0.017
Si	8.342	2.668	5.587	0.004	-0.016	-0.05
Si	5.545	5.409	5.621	0.018	0.014	0.015
Si	8.272	-8.109	5.642	-0.042	0.002	-0.007
Si	5.547	-5.429	5.553	0.02	0.016	0.032
Si	8.222	-2.804	5.716	-0.035	0.024	0.002
Si	10.864	0.014	5.67	-0.032	0.012	-0.037
Si	13.709	2.685	5.945	0.047	0.018	0.002
Si	10.935	5.529	5.669	0.049	-0.021	-0.023
Si	13.642	-8.162	5.592	-0.005	-0.003	-0.008
Si	10.982	-5.416	5.555	-0.026	-0.035	-0.064
Si	13.754	-2.723	5.722	0.032	-0.005	0.027
Si	16.35	0.049	5.834	0.007	0.036	-0.009
Si	18.973	2.751	5.624	0.02	-0.025	0.012
Si	16.334	5.472	5.605	0.021	-0.005	-0.015
Si	18.957	-8.202	5.663	-0.011	-0.025	-0.009
Si	16.317	-5.366	5.485	0.042	0.005	0.003
Si	19.02	-2.806	5.702	-0.032	0.019	0.023
Si	21.695	-0.034	5.65	0.073	-0.004	-0.011
Si	24.374	2.666	5.593	-0.017	-0.016	0.001
Si	21.643	5.36	5.575	-0.062	-0.007	0.007
Si	24.372	8.166	5.554	0.04	-0.015	0.025
Si	21.756	10.933	5.615	-0.016	0.018	-0.004
Si	24.403	-2.617	5.577	0.086	-0.02	-0.014
Si	27.073	-0.057	5.261	-0.002	0.003	-0.017
Si	29.7	2.659	5.555	-0.007	-0.023	0.024
Si	27.061	5.483	5.596	-0.009	-0.042	-0.003
Si	29.828	8.214	5.523	-0.002	-0.006	-0.001
Si	27.128	10.841	5.437	-0.029	-0.002	-0.032
Si	29.738	-2.666	5.305	0.017	0.023	-0.026
Si	32.594	-0.026	5.373	0.03	-0.011	-0.033
Si	35.272	2.757	5.205	-0.023	0.007	0.013
Si	32.479	5.436	5.373	-0.002	0.014	0.02
Si	35.181	8.145	5.414	-0.011	-0.002	-0.009
Si	32.545	10.889	5.357	-0.01	-0.01	-0.022
Si	35.351	-2.71	5.355	0.014	0.014	0.012
Si	38.021	0.016	5.196	-0.022	0.001	0.014
Si	-24.547	2.757	5.179	-0.018	-0.019	-0.047
Si	-27.273	5.409	5.245	-0.048	0.022	0.014
Si	-24.598	8.117	5.357	0.012	-0.013	0.04
Si	-27.283	10.848	5.284	0.014	-0.026	-0.008
Si	-24.488	-2.644	5.142	0.002	0.023	-0.03
Si	-21.766	0.039	5.087	0.038	-0.022	0.04
Si	-19.129	2.653	5.227	-0.006	-0.019	0.017
Si	-21.787	5.465	5.295	0.02	-0.006	0.05
Si	-18.965	8.282	5.387	0.002	0.011	0.022
Si	-21.827	10.905	5.297	0.011	0.006	0.013
Si	-19.08	-2.72	5.299	0.013	-0.005	-0.013
Si	-16.314	0.015	5.336	0.014	-0.005	0.032
Si	-13.582	2.73	5.482	0.008	-0.005	0.05
Si	-16.302	5.429	5.278	0.004	0.011	-0.035
Si	-13.537	8.156	5.284	0.021	0.029	0.003
Si	-16.326	10.912	5.22	-0.008	0.006	-0.004
Si	-13.583	-2.73	5.257	-0.016	0.024	0
Si	-10.875	-0.025	5.34	-0.002	-0.011	-0.02
Si	-8.123	2.689	5.421	-0.009	-0.008	0.021
Si	-10.856	5.428	5.422	0.023	-0.037	0.017
Si	-8.037	8.228	5.354	0.017	0.002	0.005
Si	-10.833	10.824	5.303	-0.023	-0.006	0.025
Si	-8.147	-2.811	5.352	-0.01	0.006	0.005
Si	-5.369	-0.04	5.54	-0.013	-0.003	0.006
Si	-2.59	2.752	5.515	-0.027	-0.015	0.004
Si	-5.43	5.425	5.506	0.007	-0.007	-0.014
Si	-2.641	8.15	5.546	0.004	0.001	0.011
Si	-5.321	-5.365	5.393	0.017	0.008	0.018
Si	-2.615	-2.701	5.318	0.023	-0.007	0.012
Si	1.322	-1.341	17.713	0.01	-0.022	-0.007
Si	3.97	1.419	17.768	0.008	-0.02	0.008
Si	1.313	4.131	17.699	0.009	-0.012	-0.004
Si	4.065	6.91	17.787	0.014	0.016	0.016
Si	1.289	-6.723	17.675	0.029	0.013	-0.01
Si	4.016	-3.953	17.747	0.023	0.02	-0.013
Si	6.785	-1.217	17.857	-0.011	0.023	-0.005
Si	9.52	1.511	17.928	0.006	0.029	-0.001
Si	6.737	4.144	17.76	-0.01	0.013	0.003
Si	9.548	-9.455	17.82	0.008	0.006	0.001
Si	6.785	-6.682	17.776	-0.002	-0.013	0.008
Si	9.555	-3.928	17.854	0.021	-0.004	-0.003
Si	12.312	-1.27	18.023	0	-0.022	0.026
Si	15.015	1.401	18.027	0.021	-0.01	-0.001
Si	12.259	4.085	17.984	-0.012	-0.017	0.002
Si	15.017	-9.506	17.92	-0.043	0.007	0.008
Si	12.242	-6.739	17.812	0.006	-0.025	-0.017
Si	15.046	-3.973	17.936	-0.028	0.027	0.002
Si	17.792	-1.305	17.974	-0.024	-0.015	0.005
Si	20.458	1.313	17.847	-0.022	-0.03	0.009
Si	17.724	4.1	17.923	-0.02	-0.017	0.02
Si	20.469	-9.504	17.9	0.011	0.018	-0.002
Si	17.774	-6.755	17.967	0.021	-0.006	0.021
Si	20.505	-4.065	17.878	-0.006	-0.021	-0.008
Si	23.231	-1.386	17.842	0.006	-0.009	0.011
Si	25.913	1.296	17.749	0.016	-0.03	-0.006
Si	23.201	4.096	17.768	0.008	0.016	-0.01
Si	25.95	6.829	17.701	-0.001	0.006	-0.017
Si	23.206	9.565	17.842	-0.002	-0.01	0.001
Si	25.872	-4.141	17.781	-0.006	0.014	0.001
Si	28.669	-1.389	17.674	-0.008	0.001	-0.014
Si	31.359	1.327	17.612	-0.009	-0.011	-0.01
Si	28.671	4.09	17.667	0.024	0.01	0.003
Si	31.332	6.768	17.684	-0.039	-0.005	0.007
Si	28.638	9.518	17.762	-0.011	0.001	0.011
Si	31.348	-4.104	17.706	-0.023	0.038	0.004
Si	34.053	-1.429	17.617	-0.022	-0.005	-0.018
Si	36.72	1.295	17.582	0.016	0.004	-0.022
Si	34.005	4.044	17.617	-0.012	0.003	-0.009
Si	36.739	6.787	17.612	-0.014	0.005	-0.003
Si	34.095	9.52	17.676	0.019	0.023	0.008
Si	36.743	-4.173	17.624	-0.016	-0.023	0.012
Si	39.429	-1.421	17.527	-0.019	-0.011	-0.008
Si	-23.144	1.424	17.514	0.008	0.014	-0.006
Si	-25.846	4.073	17.491	-0.009	-0.008	-0.016
Si	-23.11	6.824	17.617	0.007	-0.021	0.076
Si	-25.854	9.428	17.586	0	-0.008	0.01
Si	-23.104	-4.105	17.512	-0.019	0.01	0.011
Si	-20.434	-1.395	17.504	0.016	0.013	0.015
Si	-17.742	1.345	17.49	0.004	-0.021	-0.015
Si	-20.511	4.079	17.508	-0.014	-0.048	0.022
Si	-17.783	6.805	17.512	-0.008	0.008	0.046
Si	-20.368	9.51	17.477	-0.014	0.034	-0.021
Si	-17.705	-4.138	17.549	0.011	-0.019	-0.003
Si	-15.019	-1.373	17.559	0.018	-0.006	0.006
Si	-12.337	1.345	17.466	0.017	-0.009	-0.007
Si	-14.995	4.063	17.48	0.009	-0.021	0.002
Si	-12.248	6.795	17.607	0.013	0.002	-0.003
Si	-14.968	9.56	17.461	0.013	0.016	-0.007
Si	-12.306	-4.092	17.545	-0.008	-0.017	-0.008
Si	-9.601	-1.414	17.528	0.038	0.025	-0.021
Si	-6.928	1.29	17.501	-0.023	-0.069	0.015
Si	-9.552	4.126	17.634	0.014	-0.011	0.014
Si	-6.816	6.775	17.695	-0.002	-0.01	-0.014
Si	-9.558	9.487	17.661	0.001	0.022	-0.001
Si	-6.936	-4.175	17.6	-0.033	0.013	-0.001
Si	-4.139	-1.36	17.548	0.031	0.018	-0.014
Si	-1.424	1.367	17.63	0.016	-0.043	-0.009
Si	-4.168	4.007	17.523	0.027	-0.005	0.028
Si	-1.39	6.79	17.603	-0.017	0.039	0.02
Si	-4.131	9.421	17.699	0	-0.018	0.006
Si	-1.42	-4.147	17.777	-0.036	0.032	0.035
Si	2.586	0.058	19.129	-0.026	0.044	0.008
Si	5.304	2.829	19.086	0.007	0.042	0.001
Si	2.661	5.516	19.063	-0.005	0.016	-0.001
Si	5.396	8.345	19.155	0.021	-0.041	0.028
Si	2.551	-5.27	19.036	-0.035	0.034	-0.018
Si	5.365	-2.587	19.129	-0.021	-0.014	-0.005
Si	8.1	0.21	19.251	0.001	-0.041	0.019
Si	10.826	2.83	19.421	-0.011	0.032	-0.024
Si	8.113	5.502	19.075	0.022	-0.034	-0.015
Si	10.886	-8.071	19.189	-0.018	0.032	0.009
Si	8.164	-5.315	19.105	0.019	0.008	-0.013
Si	10.858	-2.596	19.332	-0.017	0.034	-0.028
Si	13.725	0.023	19.46	0.018	-0.036	-0.017
Si	16.364	2.819	19.37	-0.023	0.039	-0.016
Si	13.69	5.424	19.296	0.002	-0.071	0.002
Si	16.409	-8.175	19.276	0.014	-0.021	0.056
Si	13.577	-5.351	19.132	0.015	-0.012	-0.008
Si	16.445	-2.654	19.354	-0.002	0.003	-0.001
Si	19.185	0.013	19.371	0.023	-0.038	0.035
Si	21.867	2.68	19.083	-0.003	0.017	-0.031
Si	19.116	5.434	19.262	0.01	0	0.011
Si	21.86	-8.112	19.202	-0.007	-0.004	-0.007
Si	19.177	-5.365	19.309	-0.021	0.017	0.025
Si	21.895	-2.741	19.231	0.013	0.02	-0.03
Si	24.626	-0.073	19.212	-0.003	-0.01	0.011
Si	27.329	2.692	18.964	-0.002	0.021	0.001
Si	24.584	5.507	19.042	-0.025	-0.016	0.016
Si	27.296	8.133	19.121	-0.011	-0.025	0.002
Si	24.553	10.878	19.277	0.004	0.018	0.067
Si	27.272	-2.734	18.998	0.031	0.045	-0.065
Si	30.105	-0.082	18.994	0.008	0.007	0.032
Si	32.646	2.701	19.004	-0.025	0.042	-0.007
Si	29.998	5.419	19.105	-0.009	-0.013	-0.009
Si	32.727	8.14	18.978	0.017	-0.024	0.006
Si	29.955	10.938	19.118	-0.008	-0.035	0.016
Si	32.792	-2.816	19.053	-0.003	-0.031	0.004
Si	35.38	-0.074	18.974	0.018	-0.016	0.063
Si	38.13	2.679	18.849	-0.003	-0.003	0.024
Si	35.374	5.405	18.943	-0.002	0.006	-0.016
Si	38.065	8.119	19.047	0.032	-0.022	0.009
Si	35.431	10.851	19.134	-0.006	0.019	-0.001
Si	38.148	-2.839	18.926	0.069	0.008	-0.022
Si	40.787	0.009	18.784	-0.04	0.041	-0.011
Si	-21.876	2.81	18.969	0.032	0.002	0.007
Si	-24.568	5.449	18.895	0.01	0.028	0.023
Si	-21.643	8.217	18.929	-0.002	-0.025	0.048
Si	-24.44	10.809	18.838	0.01	0.003	0.004
Si	-21.708	-2.807	18.9	-0.043	-0.039	0.062
Si	-19.132	0.023	18.851	-0.031	-0.002	0.02
Si	-16.35	2.692	18.81	-0.016	-0.028	0.002
Si	-19.199	5.442	18.865	0.002	-0.005	-0.039
Si	-16.354	8.219	18.741	-0.027	0.01	-0.011
Si	-19.013	10.761	18.929	0.041	-0.035	0.033
Si	-16.373	-2.768	18.906	0.038	0.011	0.019
Si	-13.644	0.012	18.896	0.007	-0.006	-0.031
Si	-11.029	2.729	18.809	-0.001	0.019	-0.006
Si	-13.633	5.382	18.873	0.022	0	0.015
Si	-10.884	8.119	19.049	0.024	-0.029	-0.002
Si	-13.634	10.861	18.909	-0.015	0.002	0.021
Si	-10.97	-2.73	18.901	-0.002	0.039	0.001
Si	-8.249	-0.083	18.891	-0.04	0.003	-0.026
Si	-5.585	2.639	18.815	-0.041	-0.017	0.003
Si	-8.177	5.462	19.093	-0.003	-0.005	0.001
Si	-5.399	8.017	19.135	0.021	-0.031	0.009
Si	-8.22	-5.52	19.101	0.01	-0.019	0.02
Si	-5.575	-2.718	18.786	0.017	0.024	-0.052
Si	-2.787	-0.032	18.941	0.007	-0.025	-0.038
Si	-0.041	2.702	18.993	-0.039	-0.006	-0.044
Si	-2.741	5.313	18.82	0.068	-0.054	-0.034
Si	-0.058	-8.134	18.967	-0.002	0.004	-0.001
Si	-2.816	-5.578	19.121	0.04	-0.005	0.021
Si	0.017	-2.758	19.065	0.05	-0.026	-0.032
Si	1.22	1.444	20.497	0.054	-0.058	0.016
Si	4	4.213	20.462	-0.021	-0.021	0.016
Si	1.266	6.864	20.365	0.008	-0.002	0.022
Si	3.918	-6.52	20.372	0.02	0	0.054
Si	1.246	-4.067	20.635	-0.003	0.002	0.044
Si	3.929	-1.288	20.487	-0.001	-0.033	-0.005
Si	6.57	1.527	20.525	0.026	0.01	0.035
Si	9.277	4.265	20.683	-0.018	-0.064	0.03
Si	6.871	6.954	20.389	0.075	-0.008	0.015
Si	9.484	-6.664	20.494	-0.008	0.026	0.018
Si	6.795	-3.935	20.408	0.05	0.042	0.05
Si	9.5	-1.096	20.628	0.017	-0.046	0.031
Si	12.324	1.464	20.723	-0.022	0.034	0.031
Si	15.1	4.232	20.852	0.008	0.031	-0.011
Si	12.239	-9.512	20.485	-0.062	0.015	-0.045
Si	14.971	-6.697	20.415	-0.044	0.058	0.028
Si	12.211	-4.099	20.585	0.012	0.03	0.003
Si	15.134	-1.401	20.875	-0.042	0.028	0.053
Si	17.763	1.446	20.654	-0.008	-0.018	0.024
Si	20.559	4.007	20.471	-0.029	-0.002	0.008
Si	17.787	-9.545	20.701	-0.085	-0.02	0.019
Si	20.541	-6.766	20.626	-0.009	0.003	0.001
Si	17.887	-3.948	20.719	0.003	0.051	-0.023
Si	20.639	-1.411	20.689	-0.052	-0.007	0.004
Si	23.211	1.347	20.447	-0.017	-0.012	-0.013
Si	25.971	4.089	20.256	0.045	0.016	-0.045
Si	23.313	-9.433	20.478	0.055	0.01	-0.039
Si	25.984	9.466	20.547	0.001	-0.041	0.004
Si	23.202	-4.044	20.696	-0.044	0.009	0.005
Si	26.018	-1.525	20.537	-0.006	-0.039	-0.006
Si	28.698	1.285	20.243	-0.03	0.001	-0.014
Si	31.303	4.004	20.473	-0.002	-0.023	-0.033
Si	28.652	6.779	20.5	-0.035	-0.005	-0.009
Si	31.425	9.555	20.316	0.007	0.023	0.017
Si	28.528	-3.985	20.475	-0.037	0.05	0.012
Si	31.485	-1.443	20.394	-0.015	0.035	0.018
Si	34	1.323	20.312	0.003	-0.04	0.005
Si	36.78	4.015	20.201	-0.035	0.026	-0.03
Si	34.021	6.73	20.348	-0.005	0.017	-0.01
Si	36.763	9.45	20.512	0.012	-0.024	0.023
Si	34.119	-4.095	20.574	0.016	0.011	0.015
Si	36.763	-1.515	20.251	-0.047	-0.018	0.003
Si	39.472	1.324	20.214	0.034	-0.039	-0.02
Si	-23.271	4.202	20.373	0.021	-0.012	0.078
Si	39.413	6.737	20.396	0.021	0.01	-0.004
Si	-23.03	9.591	20.247	0.033	0.016	-0.025
Si	39.522	-4.248	20.266	0.018	-0.004	-0.008
Si	42.165	-1.331	20.071	0.044	0.016	-0.037
Si	-20.474	1.411	20.241	0.037	0.024	0.025
Si	-17.714	4.105	20.067	0.013	0.025	0.02
Si	-20.432	6.792	20.411	0.015	0.033	0.09
Si	-17.644	9.38	20.317	-0.008	-0.024	0.04
Si	-20.354	-4.234	20.313	-0.013	0.06	-0.006
Si	-17.811	-1.393	20.176	-0.046	0.011	-0.018
Si	-15.025	1.365	20.229	0.005	0.009	0.001
Si	-12.337	4.004	20.292	-0.025	-0.03	-0.038
Si	-15.038	6.84	20.032	-0.008	-0.025	-0.069
Si	-12.267	9.541	20.324	0.003	0.029	-0.001
Si	-15.002	-4.135	20.287	0.022	0.004	-0.012
Si	-12.3	-1.347	20.277	0.019	-0.009	0.037
Si	-9.706	1.324	20.073	-0.027	-0.016	-0.01
Si	-6.801	3.965	20.321	0.057	0.058	0.084
Si	-9.541	6.802	20.541	0.027	-0.004	-0.001
Si	-6.786	9.387	20.479	0.028	-0.009	0.014
Si	-9.673	-4.047	20.34	0.014	-0.046	0.018
Si	-6.876	-1.459	20.254	-0.022	-0.007	0.064
Si	-4.264	1.294	20.177	-0.009	-0.034	0.05
Si	-1.461	3.998	20.274	-0.025	0.032	0.023
Si	-3.966	6.494	20.368	-0.052	0.022	0.094
Si	-1.412	-7	20.505	-0.009	-0.049	0.073
Si	-4.312	-4.057	20.16	-0.005	-0.023	-0.004
Si	-1.351	-1.347	20.265	0.023	0.021	-0.007
Si	-0.276	0.099	21.816	-0.02	0.071	0.005
Si	2.567	2.929	21.822	-0.006	-0.068	-0.04
Si	-0.333	5.603	21.589	-0.037	0.005	0.11
Si	2.495	8.436	21.668	-0.112	-0.008	-0.007
Si	-0.225	-5.515	21.944	-0.007	-0.006	0.035
Si	2.634	-2.61	21.989	-0.011	-0.019	0.037
Si	5.193	0.16	21.854	-0.033	0.003	-0.033
Si	7.718	2.93	22.013	0.009	0.323	-0.739
Si	5.308	5.802	21.628	-0.02	0.015	-0.032
Si	8.089	8.361	21.85	0.005	-0.03	-0.008
Si	5.303	-5.137	21.734	-0.072	0.059	-0.013
Si	7.987	-2.429	21.8	-0.366	0.284	-0.427
Si	10.999	0.077	22.095	-0.02	0.004	0.132
Si	13.439	3.099	22.065	-0.188	0.176	-0.44
Si	10.562	5.857	21.886	0.004	-0.068	-0.054
Si	13.698	-8.157	21.706	0.121	-0.012	-0.041
Si	10.908	-5.516	21.978	-0.02	-0.066	0.018
Si	13.779	-3.102	21.992	0.384	-0.176	-0.465
Si	16.68	-0.001	22.18	0.243	-0.34	-0.341
Si	19.249	2.732	21.958	0.012	0.038	-0.004
Si	16.523	5.548	22.37	0.102	-0.023	0.101
Si	19.22	-8.16	21.965	0.039	0.025	0.018
Si	16.498	-5.507	21.76	0.029	-0.055	-0.035
Si	19.312	-2.673	22.228	-0.009	-0.034	0.009
Si	22.063	-0.016	21.979	0.003	-0.005	-0.039
Si	24.655	2.741	21.602	-0.009	0.004	0.045
Si	22.009	5.383	21.659	0.008	-0.044	0.041
Si	24.659	-8.173	21.996	-0.037	-0.01	-0.028
Si	21.876	-5.477	22.078	-0.014	-0.003	0.04
Si	24.693	-2.809	22.092	0.031	-0.008	0.044
Si	27.482	-0.084	21.677	-0.015	-0.003	0.045
Si	29.935	2.532	21.759	0.018	-0.019	0.056
Si	27.264	5.305	21.758	0.03	-0.028	0.033
Si	30.045	8.284	21.685	0.001	-0.086	0.05
Si	27.203	10.942	21.907	-0.009	0.012	0.006
Si	30.001	-2.646	21.765	-0.07	0.029	0.037
Si	32.816	-0.074	21.808	0.029	-0.055	-0.015
Si	35.487	2.62	21.55	0.011	0.041	0.044
Si	32.696	5.377	21.778	-0.01	-0.002	0.045
Si	35.327	8.044	21.81	0.012	0.014	0.028
Si	32.689	10.837	21.876	0.005	-0.043	0.076
Si	35.569	-2.732	21.919	-0.043	-0.007	0.032
Si	38.111	-0.096	21.485	0.072	0.023	0.023
Si	40.678	2.701	21.682	0.018	-0.017	-0.054
Si	38.003	5.3	21.719	0	0.036	0.021
Si	41.17	7.927	21.47	0.056	-0.252	-0.508
Si	38.264	10.762	21.82	0.046	0.009	0.105
Si	40.933	-2.763	21.394	-0.042	0	0.007
Si	43.453	-0.04	21.529	-0.056	0.048	-0.019
Si	-19.026	2.816	21.487	0.152	-0.409	-0.374
Si	-22.453	6.158	21.549	-0.125	0.059	-0.013
Si	-18.462	7.487	21.607	-0.018	0.011	-0.085
Si	-21.825	10.964	21.817	-0.182	0.387	-0.261
Si	-19.089	-2.759	21.622	-0.032	-0.005	0.024
Si	-16.436	-0.038	21.459	0.088	-0.043	0.025
Si	-13.868	2.804	21.689	-0.015	0.048	-0.004
Si	-16.669	5.782	21.31	0.024	0.011	0.02
Si	-13.709	8.116	21.469	-0.015	-0.01	0.051
Si	-16.343	10.83	21.691	0.021	-0.02	-0.009
Si	-13.699	-2.672	21.613	-0.041	-0.015	0.042
Si	-10.992	0.093	21.607	-0.027	-0.015	0.015
Si	-8.373	2.628	21.431	-0.078	0.027	0.062
Si	-10.974	5.315	21.725	-0.021	-0.017	0.028
Si	-8.19	8.205	22.004	-0.103	-0.079	0.069
Si	-11.031	-5.364	21.776	-0.042	0.02	0.072
Si	-8.317	-2.653	21.691	0.015	0.01	-0.049
Si	-5.578	-0.061	21.621	0.053	0.007	0.099
Si	-3.124	2.83	21.512	-0.001	0.153	0.138
Si	-4.863	4.624	21.565	-0.022	-0.058	-0.076
Si	-2.116	7.282	21.65	0.007	0.019	-0.103
Si	-5.728	-5.196	21.646	-0.061	0.017	0.005
Si	-2.837	-2.751	21.358	0.057	0.02	0.016
Si	1.37	-0.971	23.18	-0.212	-0.229	-0.743
Si	3.622	1.288	23.216	0.14	0.296	-0.626
Si	1.176	4.397	23.062	-0.126	0.055	-0.608
Si	4.363	7.62	22.685	0.079	0.17	-0.534
Si	1.11	-6.93	23.331	-0.002	0.207	-0.639
Si	4.621	-3.323	23.17	0.026	0.229	-0.647
Si	6.269	-1.477	23.101	-0.188	-0.319	-0.413
Si	9.999	1.652	23.466	0.421	-0.407	-0.334
Si	5.985	4.946	23.649	-0.094	0.247	-0.553
Si	9.837	7.647	23.308	-0.071	0.049	0.165
Si	6.097	-7.068	22.747	-0.032	-0.133	-0.675
Si	9.607	-4.439	23.595	0.341	-0.468	-0.297
Si	12.314	-1.028	23.692	-0.469	0.334	-0.484
Si	14.551	1.184	24.168	-0.005	0.108	-0.031
Si	11.711	4.315	23.074	0.137	0.086	-0.702
Si	15.51	7.614	23.215	-0.001	0.066	0.032
Si	11.854	-7.395	22.978	-0.224	0.014	-0.423
Si	15.07	-4.586	23.316	0.036	0.04	-0.692
Si	18.568	-0.733	23.441	0.087	0.07	-0.048
Si	20.299	0.982	23.164	-0.221	-0.244	-0.467
Si	18.49	4.385	23.505	-0.542	-0.183	-0.623
Si	20.653	-9.687	23.024	-0.061	0.197	-0.645
Si	17.433	-7.139	23.098	-0.133	-0.301	-0.513
Si	20.489	-4.245	23.608	-0.509	-0.314	-0.224
Si	23.887	-0.909	23.298	-0.167	-0.137	-0.623
Si	26.043	1.333	22.798	0.061	-0.015	-0.427
Si	23.562	4.25	22.994	-0.096	-0.017	-0.647
Si	25.791	-9.9	23.205	0.415	0.386	-0.072
Si	23.57	-6.543	23.383	-0.023	-0.036	0.077
Si	25.406	-4.729	23.465	-0.028	-0.023	0.032
Si	29.186	-0.862	23.131	0.036	0.003	0.029
Si	31.005	0.833	23.017	-0.242	-0.214	-0.418
Si	28.185	3.522	23.019	0.071	0.011	-0.774
Si	31.489	7.027	23.001	-0.018	-0.132	-0.67
Si	29.209	10.165	22.834	0.023	0.088	-0.011
Si	30.891	-4.415	23.001	-0.142	-0.168	-0.554
Si	34.73	-0.815	23.099	-0.075	-0.054	-0.031
Si	36.474	0.894	22.819	-0.014	0.005	0.111
Si	34.334	4.098	22.935	-0.191	-0.05	-0.625
Si	36.411	6.387	23.089	0.166	0.117	-0.733
Si	33.747	9.142	23.189	0.081	0.181	-0.731
Si	37.27	-3.897	23.199	-0.337	-0.17	-0.633
Si	39.377	-1.658	22.669	-0.047	0.227	-0.694
Si	42.3	1.509	22.891	-0.265	-0.24	-0.59
Si	39.009	3.644	23.062	0.021	-0.035	0.04
Si	-22.309	5.608	23.805	0.359	-0.133	-0.668
Si	39.678	9.771	23.458	-0.151	0.088	-0.582
Si	42.674	-3.355	22.858	0.058	-0.049	-0.058
Si	44.56	-1.597	22.883	-0.027	-0.035	-0.042
Si	-17.774	1.332	22.743	-0.041	-0.01	-0.011
Si	-20.911	3.839	23.631	-0.183	0.469	-0.004
Si	-17.845	8.136	23.773	-0.281	-0.189	-0.495
Si	-21.252	-6.018	24.708	-0.068	-0.065	-0.194
Si	-17.506	-3.882	22.99	-0.424	-0.434	-0.078
Si	-15.381	-1.59	22.847	0.199	0.084	-0.744
Si	-12.285	1.541	22.988	-0.292	-0.123	-0.618
Si	-15.16	4.621	22.741	-0.019	-0.126	-0.668
Si	-12.692	6.508	22.793	0.223	-0.031	-0.623
Si	-15.158	9.19	22.939	0.096	0.354	-0.744
Si	-12.354	-3.874	23.093	0.046	-0.119	-0.676
Si	-9.102	-0.745	22.759	0.012	0.013	0.034
Si	-7.391	0.966	22.698	0.003	-0.236	-0.532
Si	-9.904	3.596	22.98	0.243	0.337	-0.735
Si	-7.831	6.979	24.099	0.017	0.452	-0.532
Si	-9.19	10.119	22.974	0.134	0.114	-0.563
Si	-7.524	-4.422	22.977	-0.199	-0.113	-0.512
Si	-3.719	-1.049	22.666	-0.1	0.387	-0.515
Si	-2.307	0.938	22.849	-0.102	-0.062	-0.66
Si	-5.258	5.335	23.717	0.098	-0.146	-0.548
Si	-3.227	7.698	23.621	0.419	-0.244	-0.48
Si	-4.206	-5.729	23.302	0.255	0.618	-0.53
Si	-2.142	-4.447	22.849	-0.223	-0.369	-0.528
Si	7.029	1.173	-3.325	0.008	0.002	-0.096
Si	3.93	2.16	26.203	-0.078	-0.04	0.036
Si	-2.877	0.991	25.941	0.029	-0.031	-0.14
Si	-1.15	5.037	26.445	-0.089	-0.064	-0.101
Si	2.356	-6.326	26.183	-0.065	0.06	-0.148
Si	4.948	-0.573	-4.796	-0.032	0.067	-0.071
Si	9.301	8.024	25.705	0.22	-0.133	-0.68
Si	7.069	6.222	26.296	-0.067	-0.046	0.009
Si	3.446	5.766	24.72	0.089	0.109	-0.147
Si	14.603	-8.051	-5.518	-0.148	-0.026	-0.022
Si	7.306	-6.009	25.202	0.082	0.076	-0.098
Si	6.659	-3.109	-5.416	-0.08	0.028	0.014
Si	8.995	1.565	26.347	0.025	-0.005	-0.045
Si	16.108	1.891	26.557	-0.057	-0.014	0.09
Si	12.824	4.884	25.857	-0.058	-0.148	0.185
Si	18.767	-5.148	25.188	0.448	0.149	-0.515
Si	16.403	-3.173	25.761	0	-0.198	0.044
Si	17.768	-0.543	25.693	0.255	-0.008	-0.576
Si	22.392	0.231	-4.247	0.01	-0.03	0.052
Si	25.638	1.157	-1.519	-0.03	0.035	0.111
Si	22.302	-5.777	-1.598	-0.002	0.016	0.125
Si	22.258	-7.89	25.023	0.392	0.43	-0.39
Si	20.305	-1.132	27.224	0.07	0.013	0.05
Si	22.248	-2.329	25.438	0.038	0.019	0.05
Si	25.086	3.915	-5.11	0.004	-0.062	-0.003
Si	30.197	4.943	24.816	-0.004	0.018	-0.054
Si	24.375	7.245	26.96	-0.057	0.041	-0.013
Si	30.904	-3.167	25.985	-0.035	-0.109	-0.223
Si	26.83	7.217	25.209	-0.146	-0.327	-0.576
Si	22.454	-3.996	-5.059	0.467	0.293	0.483
Si	28.323	-1.615	25.216	0.306	0.272	-0.674
Si	32.371	2.798	24.864	0.018	-0.154	-0.014
Si	-30.995	-6.333	26.139	-0.065	0.038	-0.058
Si	-26.826	6.146	-5.144	0.028	-0.145	-0.082
Si	31.172	-5.941	26.875	-0.015	0.005	-0.037
Si	-32.1	-1.179	27.013	0.476	-0.025	-0.346
Si	-31.884	1.859	27.451	0.029	-0.154	-0.102
Si	40.052	4.867	24.696	-0.33	-0.318	-0.403
Si	-21.347	7.527	26.153	-0.09	-0.011	-0.083
Si	41.617	-4.329	24.685	0.314	0.346	-0.554
Si	-30.339	-1.172	25.473	-0.662	0.163	-0.245
Si	-24.725	0.116	24.889	-0.091	0.162	-0.019
Si	-17.511	-5.043	-3.299	0.048	0.038	-0.036
Si	-24.91	4.05	-5.681	0.058	-0.049	0.071
Si	-21.53	-7.771	-0.563	0.185	0.3	0.475
Si	-14.069	-6.973	-5.232	0.089	0.014	-0.132
Si	-23.596	-2	26.714	0.013	-0.009	-0.115
Si	-23.488	-1.211	-1.555	0.017	0	0.098
Si	-16.778	2.669	24.423	-0.323	-0.321	-0.435
Si	-12.491	-4.923	-3.774	0.056	0.042	-0.04
Si	-20.441	1.097	-5.006	0.02	0.094	0.041
Si	-16.613	11.618	-0.461	-0.464	0.384	0.346
Si	-13.437	-5.79	25.152	-0.125	0.1	0.012
Si	46.105	-0.067	24.042	-0.143	-0.037	-0.481
Si	-15.551	1.222	26.675	-0.141	0.016	0.025
Si	-12.631	4.25	-2.858	0.013	-0.101	0.03
Si	-11.826	4.55	26.911	-0.004	-0.058	0.096
Si	-6.212	-5.089	25.585	0.047	0.064	-0.221
Si	-13.451	-2.084	-3.663	-0.054	0.002	0.048
Si	-10.521	-6.756	25.764	0.056	0.065	-0.011
Si	-11.469	-2.392	25.435	0.136	0.038	-0.151
Si	-4.106	3.797	26.14	0.112	0.148	-0.059
Si	-5.308	7.884	-3.991	-0.03	-0.059	0.005
Si	-7.223	-7.731	26.786	0.02	-0.122	0.081
Si	-10.081	-5.114	-5.626	0.114	0.168	-0.053
Si	-9.216	-0.483	25.03	0.122	-0.011	-0.641
Si	-7.547	-0.07	27.323	-0.257	0.621	-0.177
Si	-1.435	2.384	-1.406	0.02	-0.061	0.045
Si	-0.745	7.592	25.092	0.067	-0.032	-0.026
Si	4.907	-4.446	26.163	0.029	0.001	-0.176
Si	-8.657	-7.037	-1.689	0.037	-0.102	0
Si	0.055	-1.801	25.965	-0.046	0.064	-0.027
Si	1.018	3.002	25.757	0.007	0.167	0.015
Si	6.012	7.041	-4.922	0.058	-0.045	-0.018
Si	-1.698	-5.35	-1.117	-0.763	-0.151	0.16
Si	6.518	-2.909	-0.931	-0.062	0.11	0.123
Si	2.858	-4.897	-3.226	0.018	-0.063	0.062
Si	3.689	2.327	-0.121	0.421	-0.404	0.466
Si	4.124	-2.149	-2.5	0.015	0.035	-0.07
Si	11.505	7.913	-5.091	-0.067	0.057	-0.001
Si	6.731	3.307	27.212	0.034	-0.105	0.047
Si	12.309	-6.236	-0.532	-0.271	0.055	0.485
Si	7.728	-4.743	-2.948	0.03	0.029	0.002
Si	6.341	3.404	-1.189	-0.002	0.01	0.133
Si	12.304	5.112	-4.842	-0.019	-0.077	-0.07
Si	14.15	-7.376	24.675	0.296	-0.345	-0.421
Si	11.131	2.683	-1.499	0.01	-0.038	-0.06
Si	15.113	-5.064	-5.205	-0.068	0.116	-0.07
Si	7.839	-1.139	25.787	-0.074	0.209	-0.021
Si	15.62	-3.726	-2.41	-0.136	-0.017	0.031
Si	21.961	2.577	25.231	-0.065	-0.03	-0.045
Si	18.172	6.45	27.186	-0.126	0.019	0.078
Si	21.61	5.94	-0.084	-0.508	0.439	0.399
Si	19.89	-7.215	26.932	0.018	-0.029	0.024
Si	15.765	4.916	26.455	0.014	0.074	0.085
Si	12.341	-3.891	-5.027	0.057	0.001	-0.02
Si	20.272	2.231	-4.212	-0.05	0.027	0.01
Si	28.708	-6.499	25.01	0.128	0.135	-0.587
Si	19.551	3.995	26.31	-0.04	-0.111	-0.164
Si	26.505	-3.758	-4.976	-0.03	-0.084	-0.01
Si	25.089	8.084	-3.693	0.007	-0.016	0.021
Si	28.068	0.771	-3.505	-0.055	0.096	0.038
Si	28.885	6.004	27.065	-0.165	0.008	0.003
Si	29.296	4.104	-1.278	-0.031	0.084	0.029
Si	34.884	9.1	-0.563	-0.332	0.391	0.371
Si	-29.715	-2.583	-0.813	-0.036	0.002	-0.013
Si	28.082	-7.525	-3.024	-0.092	-0.062	0.116
Si	30.388	7.608	-4.751	0.014	0.037	0.076
Si	30.518	1.217	-1.742	0.103	-0.361	0.555
Si	-24.735	6.641	-2.896	-0.045	-0.181	-0.06
Si	-30.962	6.794	-2.42	0.042	-0.105	0.049
Si	-31.945	0.992	-2.888	0.059	-0.104	0.069
Si	-30.789	-1.716	-3.442	0.007	-0.059	0.105
Si	37.946	1.898	24.376	-0.16	0.171	-0.747
Si	-26.862	7.506	25.14	-0.002	-0.079	-0.104
Si	-19.454	2.499	25.792	0.012	-0.105	-0.071
Si	-25.764	4.169	-1.272	0.059	-0.07	0.582
Si	-19.011	-2.509	-3.319	0.052	0	-0.085
Si	-28.908	1.284	26.71	0.032	0.031	-0.022
Si	-22.654	3.104	-3.973	-0.107	0.092	0.016
Si	-20.936	-0.967	27.487	0.046	-0.092	-0.009
Si	-14.19	3.132	-0.395	-0.413	0.328	0.449
Si	-23.205	-5.427	-1.598	0.107	-0.073	0.099
Si	-13.905	3.016	-5.206	0.14	-0.096	-0.017
Si	-17.199	-6.831	-5.71	-0.061	0.116	-0.055
Si	-13.697	-0.338	25.126	0.142	0.091	-0.114
Si	-19.219	1.327	-2.298	0.021	0.047	0.053
Si	-16.299	-2.67	-4.5	0.001	-0.101	0.032
Si	-18.488	7.292	26.641	0.116	0.064	-0.03
Si	-10.802	6.78	25.066	0.006	-0.038	0.098
Si	-17.875	-0.809	26.481	0.109	0.068	-0.098
Si	-5.675	-6.081	-2.148	0.311	-0.166	0.257
Si	-8.644	-2.819	-4.116	0.015	-0.002	-0.039
Si	-6.263	3.613	-2.306	0.089	-0.079	0.064
Si	-5.568	2.612	-4.962	-0.44	-0.267	-0.216
Si	-4.187	1.585	-2.532	-0.073	0.029	-0.007
Si	-11.257	-5.745	-1.223	0.002	0.024	0.034
Si	-1.601	-4.513	-4.166	0.026	0.069	-0.043
Si	-7.934	2.22	27.347	-0.029	0.016	0.07
Si	-2.141	-1.653	-3.547	0.029	-0.153	0.002
Si	-0.122	7.291	-2.589	0.024	-0.059	0.03
Si	0.451	6.525	-5.393	-0.051	-0.056	-0.119
Si	-4.049	-1.325	-5.682	0.023	-0.132	-0.109
Si	1.05	-5.048	-5.625	-0.036	-0.06	-0.007
Si	-0.129	0.773	27.267	-0.016	-0.015	0.001
Si	-0.421	5.279	-0.604	-0.075	0.011	0.109
Si	0.176	0.423	-3.07	-0.137	0.13	-0.006
Si	10.694	-5.977	-3.27	0.035	-0.043	-0.084
Si	1.1	-6.706	-1.257	0.098	0.07	-0.024
Si	5.334	-6.768	-3.4	0.025	-0.041	0.039
Si	2.357	-0.197	-1.104	-0.019	0.072	0.187
Si	11.949	2.283	-5.548	-0.07	0.065	-0.107
Si	5.608	8.135	-0.766	0.021	0.083	0.077
Si	7.437	6.13	-2.293	-0.023	-0.035	0.097
Si	2.826	7.056	27.376	-0.034	0.089	-0.028
Si	13.075	-1.992	-2.807	-0.023	0.076	-0.009
Si	13.373	1.168	-3.081	0.012	-0.031	0.01
Si	16.886	4.476	-4.03	0.123	-0.082	-0.02
Si	14.753	6.134	-3.429	-0.06	-0.031	0.004
Si	13.161	7.172	-1.072	-0.09	-0.132	0.159
Si	10.991	-2.184	-0.66	-0.121	-0.102	0.214
Si	10.561	-2.478	25.57	0.065	-0.088	-0.02
Si	16.474	1.481	-3.58	0.303	-0.251	0.332
Si	19.152	2.092	0.005	0.24	-0.372	0.435
Si	10.372	5.758	-1.296	0.015	-0.052	0.188
Si	24.397	6.523	-1.039	-0.046	-0.044	0.037
Si	17.962	-2.31	-1.547	-0.058	-0.005	0.102
Si	19.778	-4.569	-0.324	0.178	-0.082	0.654
Si	22.343	-6.985	-4.215	-0.038	-0.043	0.043
Si	18.277	0.508	-2.485	-0.537	0.215	-0.19
Si	24.005	3.724	-2.39	-0.005	0.013	0.025
Si	23.864	-3.67	-3.258	-0.525	0.201	-0.512
Si	26.611	-4.201	25.497	-0.503	-0.152	-0.471
Si	26.587	-0.169	27.31	0.066	-0.025	-0.031
Si	24.119	1.657	27.27	-0.136	-0.047	0.017
Si	27.95	3.818	-3.96	0.027	-0.062	-0.02
Si	20.995	3.821	-1.912	-0.091	0.087	-0.063
Si	29.705	8.088	-0.7	-0.013	0.009	-0.064
Si	23.308	-0.991	-1.666	-0.094	-0.139	0.096
Si	-29.452	7.649	-4.753	0.07	0.08	0.073
Si	31.424	6.296	-2.236	-0.025	0.051	0.122
Si	-27.581	-0.282	-1.083	-0.05	0.046	-0.014
Si	-30.776	2.736	-0.651	-0.15	0.046	-0.029
Si	-22.738	5.901	-4.902	0.056	-0.137	-0.081
Si	28.356	-4.421	-2.64	-0.104	0.085	0.058
Si	-27.147	-3.964	-4.39	-0.045	0.027	-0.003
Si	-24.103	-3.455	-3.659	-0.081	0.022	0.083
Si	-28.677	5.058	-1.164	-0.01	0.039	0.078
Si	-28.369	-6.381	-2.778	-0.058	0.059	0.018
Si	-25.643	-7.193	-1.366	-0.075	0.078	-0.067
Si	-27.93	-0.83	-4.016	0.087	-0.1	0.001
Si	-28.955	-3.993	26.092	0.151	-0.056	-0.023
Si	-23.835	1.906	-1.435	0.063	0.058	0.626
Si	-19.487	6.349	-0.896	-0.1	-0.077	0.169
Si	-18.243	4.073	-2.297	-0.032	0.018	0.024
Si	-9.973	4.554	-3.815	0.019	0.052	-0.048
Si	-18.45	-5.162	24.77	0.433	0.492	-0.345
Si	-20.388	-1.021	-0.978	0.006	-0.112	0.654
Si	-16.88	1.983	-0.799	-0.034	-0.272	0.566
Si	-10.862	-0.681	-3.595	0.153	0.071	-0.032
Si	-16.242	5.044	-4.497	0.004	0.068	0.132
Si	-14.044	6.866	-3.539	-0.044	0.003	0.022
Si	-12.994	7.977	-0.794	0.019	-0.075	0.023
Si	-14.284	-2.581	-0.697	-0.075	0.029	0.067
Si	-9.507	1.875	-5.046	0.507	-0.025	-0.217
Si	-8.405	2.305	25.1	0.295	-0.052	0.452
Si	-8.456	2.665	-0.515	0.007	-0.088	0.114
Si	-3.196	7.727	-1.95	-0.315	0.584	0.275
Si	-8.089	7.156	-3.875	-0.005	-0.066	-0.042
Si	-10.148	0.037	-0.645	0.119	-0.032	0.078
Si	-4.188	-1.436	-1.524	-0.021	-0.064	0.084
Si	-6.591	-3.301	-1.83	-0.052	0.079	0.036
Si	-3.721	-6.595	-0.855	0.118	-0.064	-0.029
Si	-4.969	5.627	-0.491	-0.113	-0.131	0.236
Si	-4.402	-3.591	27.399	0.046	-0.005	-0.083
Si	-2.628	-2.585	25.041	-0.042	0.036	-0.203
Si	1.425	-1.299	6.884	-0.013	0.017	0.003
Si	4.128	1.452	6.997	-0.023	0.024	-0.014
Si	1.457	4.127	6.914	-0.016	-0.016	0.015
Si	4.175	6.799	6.941	-0.011	0	0.007
Si	1.466	9.543	6.895	-0.01	0.012	0.009
Si	4.197	-4.068	6.941	-0.001	-0.018	0.021
Si	6.891	-1.368	7.044	0.005	-0.026	-0.017
Si	9.594	1.371	7.07	0.004	0.013	0.043
Si	6.93	4.052	6.937	-0.015	-0.019	-0.005
Si	9.601	6.867	7.038	-0.011	0.021	0.017
Si	6.881	-6.763	6.966	-0.017	0.003	-0.002
Si	9.648	-4.102	7.018	0.028	-0.008	-0.022
Si	12.308	-1.343	6.99	0.012	0.048	-0.038
Si	15.038	1.344	7.251	0.018	0.02	0.023
Si	12.28	4.151	7.069	-0.057	0.006	-0.014
Si	14.983	6.818	6.986	-0.016	0.005	0.015
Si	12.289	-6.794	6.961	0.022	0.004	-0.018
Si	15.042	-4.118	7.044	0.016	-0.013	0.004
Si	17.717	-1.385	7.069	-0.008	-0.005	-0.031
Si	20.353	1.375	6.97	-0.012	0.013	0.015
Si	17.666	4.115	7.012	-0.006	0.014	-0.005
Si	20.35	6.758	6.98	0.001	0	-0.03
Si	17.628	-6.752	6.938	0.019	0.025	-0.017
Si	20.389	12.198	7.04	0.033	-0.022	-0.006
Si	23.067	-1.346	7.01	-0.029	0.008	0.002
Si	25.792	1.278	6.816	0.032	-0.023	-0.023
Si	23.027	4.038	6.947	-0.012	0.038	0.001
Si	25.721	6.827	6.941	0.01	0.005	0.018
Si	23.087	9.544	6.949	0.014	0.001	0.03
Si	25.796	12.249	6.818	0.031	-0.001	-0.009
Si	28.437	-1.34	6.73	-0.024	0.001	0.012
Si	31.192	1.302	6.763	0.016	0.007	-0.004
Si	28.433	4.084	6.904	-0.021	0.019	0.008
Si	31.181	6.787	6.801	0.024	-0.008	0.02
Si	28.477	9.558	6.87	-0.009	-0.006	0.007
Si	31.15	12.271	6.672	-0.008	-0.002	-0.031
Si	33.965	-1.367	6.718	0.009	0.018	0.012
Si	36.634	1.364	6.573	0.02	0.023	-0.017
Si	33.932	4.082	6.654	-0.009	-0.001	0.006
Si	-28.643	6.762	6.649	0.016	-0.014	-0.003
Si	33.885	9.547	6.761	-0.001	-0.019	0.033
Si	-28.584	12.23	6.683	-0.028	-0.031	0.012
Si	-25.868	-1.333	6.555	-0.006	-0.008	-0.002
Si	-23.161	1.363	6.505	0.059	-0.014	-0.005
Si	-25.904	4.061	6.608	0.016	0.044	0.016
Si	-23.173	6.785	6.665	0.013	0.017	0.02
Si	-25.95	9.498	6.678	0.003	0.01	0.004
Si	-23.18	12.314	6.593	0.014	-0.017	-0.012
Si	-20.462	-1.316	6.571	-0.041	0.04	-0.002
Si	-17.738	1.352	6.638	-0.023	0.017	0.012
Si	-20.44	4.055	6.611	-0.006	0.011	-0.005
Si	-17.635	6.818	6.659	-0.002	-0.003	-0.015
Si	-20.439	9.574	6.672	0.002	-0.005	0.023
Si	-17.691	12.241	6.627	0.018	-0.016	0.004
Si	-14.94	-1.374	6.651	0.004	-0.011	-0.002
Si	-12.207	1.325	6.746	0.014	0.002	0
Si	-14.99	4.111	6.727	-0.017	-0.002	0.007
Si	-12.233	6.811	6.717	-0.002	-0.002	0.008
Si	-14.948	9.536	6.597	-0.009	-0.002	-0.019
Si	-12.23	12.212	6.627	0.011	0.012	-0.011
Si	-9.512	-1.406	6.686	0.023	0.002	0.003
Si	-6.769	1.346	6.806	-0.023	0.006	0.007
Si	-9.495	4.057	6.76	0.019	0.006	0.013
Si	-6.766	6.844	6.788	-0.03	0.005	0.017
Si	-9.463	9.526	6.707	0.019	-0.008	-0.003
Si	-6.744	12.242	6.751	-0.011	-0.005	0.006
Si	-3.967	-1.408	6.796	0.015	-0.02	0
Si	-1.244	1.356	6.829	0.02	0.014	-0.003
Si	-4.021	4.079	6.831	0.003	-0.006	0.022
Si	-1.264	6.81	6.881	-0.011	-0.001	0.018
Si	-4.024	-6.759	6.8	0.002	-0.004	0.01
Si	-1.284	-4.036	6.778	-0.025	0.008	-0.011
Si	2.768	0.044	8.286	-0.019	-0.005	-0.001
Si	5.532	2.769	8.337	0.015	-0.007	-0.01
Si	2.809	5.463	8.297	0	-0.002	-0.003
Si	5.511	-8.131	8.303	-0.005	0.008	0.003
Si	2.81	-5.425	8.269	0.006	0.002	0.009
Si	5.507	-2.712	8.355	-0.015	0.019	-0.002
Si	8.234	0.004	8.399	-0.001	0.004	0.018
Si	10.932	2.768	8.408	0.001	-0.033	0.005
Si	8.228	5.462	8.331	-0.011	-0.017	-0.014
Si	10.96	-8.111	8.392	0.002	-0.01	0.003
Si	8.246	-5.43	8.355	-0.002	-0.028	-0.003
Si	10.975	-2.71	8.374	0.013	-0.007	-0.023
Si	13.608	-0.024	8.462	-0.039	0.011	-0.003
Si	16.387	2.776	8.475	0.003	0.004	-0.001
Si	13.646	5.496	8.409	0.03	-0.011	0.005
Si	16.314	-8.117	8.348	0.01	-0.015	-0.01
Si	13.645	-5.46	8.37	-0.019	-0.005	-0.003
Si	16.351	-2.731	8.417	-0.004	-0.01	0.014
Si	19.059	0.008	8.391	0.003	0.007	0.003
Si	21.71	2.707	8.351	0	-0.011	-0.004
Si	19.027	5.439	8.39	0.009	-0.016	-0.008
Si	21.723	8.161	8.296	-0.026	0.003	-0.014
Si	19.011	10.852	8.363	-0.016	0.005	-0.001
Si	21.739	-2.728	8.362	-0.006	0.005	-0.001
Si	24.461	0.009	8.297	0.024	-0.006	-0.016
Si	27.101	2.677	8.217	-0.011	-0.01	-0.014
Si	24.386	5.435	8.282	0.004	-0.002	0
Si	27.147	8.172	8.238	-0.005	-0.011	0.005
Si	24.477	10.901	8.26	0.001	-0.002	-0.012
Si	27.155	-2.711	8.169	0.002	0.011	0.008
Si	29.834	-0.033	8.13	-0.012	0.01	0.003
Si	32.585	2.71	8.052	0.01	0.011	0.001
Si	29.853	5.431	8.195	0.022	0.01	0.002
Si	32.564	8.159	8.127	-0.016	0.006	0
Si	29.869	10.932	8.15	-0.005	0.004	0
Si	32.565	-2.73	8.048	0.003	-0.009	-0.014
Si	35.327	0.019	8.025	0.015	0.007	0.006
Si	-27.265	2.697	7.966	-0.009	-0.029	0
Si	-29.982	5.413	8.038	-0.002	0.002	0
Si	-27.296	8.133	8.03	-0.014	0.013	0.002
Si	-29.971	10.89	8.062	0.011	-0.005	0.008
Si	-27.204	-2.699	7.979	0.009	-0.005	0
Si	-24.503	0.013	7.925	-0.028	0.014	0.008
Si	-21.821	2.698	7.944	-0.006	0.005	0.007
Si	-24.549	5.418	7.992	0.012	-0.008	0.01
Si	-21.797	8.167	7.995	0.012	0.002	0.003
Si	-24.536	10.907	7.954	-0.011	-0.002	-0.016
Si	-21.811	-2.674	7.963	0.009	0.012	0.013
Si	-19.096	-0.009	7.982	0.033	-0.02	0.008
Si	-16.384	2.725	8.013	0.011	0.002	0.006
Si	-19.058	5.436	7.961	0.01	0.003	-0.007
Si	-16.285	8.176	8.009	0.011	-0.013	-0.005
Si	-19.06	10.911	8.015	-0.019	0.014	0.015
Si	-16.325	-2.73	7.991	-0.014	0.012	0.016
Si	-13.607	-0.028	8.053	-0.015	0.011	0.011
Si	-10.86	2.695	8.103	-0.013	-0.006	0.008
Si	-13.609	5.459	8.069	0.003	-0.012	0.006
Si	-10.85	8.165	8.053	0.004	-0.014	0.001
Si	-13.602	10.874	7.997	0.005	0.001	-0.001
Si	-10.888	-2.75	8.033	-0.003	-0.003	-0.008
Si	-8.162	-0.043	8.09	0.015	-0.007	-0.001
Si	-5.403	2.709	8.157	0.002	-0.007	-0.001
Si	-8.146	5.45	8.103	-0.017	0.003	0.002
Si	-5.395	8.188	8.142	0.007	0.017	0
Si	-8.121	10.877	8.09	0.008	-0.005	0.007
Si	-5.388	-2.733	8.13	0.006	0.007	-0.002
Si	-2.64	-0.01	8.159	-0.003	-0.003	-0.01
Si	0.074	2.734	8.219	0	0.007	0.001
Si	-2.663	5.441	8.193	0	0.003	0
Si	0.074	8.19	8.232	-0.004	-0.008	0.003
Si	-2.656	-5.401	8.146	-0.001	-0.013	-0.011
Si	0.046	-2.688	8.192	0.019	0.008	-0.005
Si	1.408	1.399	9.623	0.015	0.011	0.004
Si	4.166	4.132	9.675	0.01	0.017	0.005
Si	1.416	6.83	9.61	0.005	-0.001	0.001
Si	4.144	-6.773	9.653	-0.001	0.005	-0.003
Si	1.407	-4.048	9.571	-0.003	-0.002	-0.001
Si	4.124	-1.324	9.653	0.002	-0.013	0.014
Si	6.857	1.388	9.71	-0.027	-0.031	-0.002
Si	9.562	4.126	9.741	0.013	0.003	0
Si	6.866	6.835	9.678	-0.022	-0.001	-0.006
Si	9.59	-6.763	9.746	-0.003	0.008	-0.002
Si	6.883	-4.057	9.703	-0.002	0.024	0
Si	9.614	-1.342	9.738	-0.006	0.02	-0.004
Si	12.274	1.394	9.773	0.021	0.026	0.012
Si	14.992	4.132	9.783	-0.009	0.008	0.006
Si	12.298	6.852	9.771	0.008	-0.003	0.007
Si	14.984	-6.792	9.765	-0.016	-0.012	-0.001
Si	12.315	-4.069	9.745	0.013	-0.003	-0.008
Si	14.987	-1.381	9.789	0.001	-0.01	-0.006
Si	17.725	1.37	9.783	0.021	0.021	0.009
Si	20.385	4.074	9.736	-0.008	0.007	0.001
Si	17.679	6.836	9.719	0.011	0.005	0.004
Si	20.383	9.497	9.699	-0.002	-0.016	0.003
Si	17.706	-4.086	9.758	0.007	0	0
Si	20.413	-1.356	9.738	0.014	0.015	-0.002
Si	23.108	1.362	9.676	-0.005	0.015	-0.006
Si	25.774	4.056	9.601	-0.017	-0.015	-0.006
Si	23.076	6.804	9.667	0.001	-0.008	-0.003
Si	25.822	9.532	9.618	0.018	0.008	0.005
Si	23.124	-4.092	9.666	-0.005	-0.012	0.009
Si	25.826	-1.378	9.599	-0.004	-0.021	-0.002
Si	28.517	1.338	9.536	0.023	0.007	-0.004
Si	31.257	4.056	9.478	0.004	0.004	0
Si	28.518	6.798	9.566	-0.008	-0.002	0
Si	31.225	9.533	9.488	0.011	-0.014	-0.004
Si	28.529	-4.053	9.538	0.002	0.008	0.01
Si	31.228	-1.389	9.461	-0.015	0.005	0.001
Si	33.963	1.357	9.41	-0.004	0.008	-0.003
Si	-28.604	4.049	9.371	0.004	0.014	0.001
Si	33.964	6.785	9.432	0.013	0.003	0.003
Si	-28.622	9.505	9.407	-0.003	-0.015	0.014
Si	33.942	-4.079	9.421	-0.004	-0.012	-0.007
Si	-28.578	-1.357	9.36	-0.001	0.008	0.003
Si	-25.879	1.344	9.318	0.008	0.004	0
Si	-23.172	4.055	9.331	-0.017	-0.011	0.005
Si	-25.899	6.782	9.363	-0.011	0.002	0.002
Si	-23.169	9.544	9.327	0.01	0.003	-0.002
Si	-25.873	-4.075	9.356	-0.006	0.005	0.004
Si	-23.171	-1.34	9.335	0.007	-0.004	0.006
Si	-20.458	1.357	9.331	-0.009	-0.002	-0.002
Si	-17.725	4.091	9.369	0.015	-0.008	0
Si	-20.427	6.791	9.332	-0.016	-0.011	0.004
Si	-17.696	9.519	9.349	0.004	0.005	-0.004
Si	-20.445	-4.042	9.337	0.026	0.014	0.004
Si	-17.714	-1.367	9.334	-0.009	0.002	0
Si	-15	1.358	9.361	-0.016	-0.009	-0.007
Si	-12.255	4.072	9.414	-0.001	0.003	-0.002
Si	-14.963	6.823	9.413	0.016	0.014	0.017
Si	-12.238	9.525	9.382	-0.001	0.001	-0.007
Si	-14.974	-4.094	9.357	0.003	0.002	-0.005
Si	-12.247	-1.391	9.403	-0.008	-0.007	0
Si	-9.511	1.328	9.453	-0.01	0	0.004
Si	-6.784	4.089	9.469	0.019	0.003	0.003
Si	-9.528	6.796	9.442	-0.001	-0.007	0.006
Si	-6.788	9.52	9.476	-0.007	-0.009	0.002
Si	-9.513	-4.084	9.418	0.001	0.005	-0.001
Si	-6.78	-1.375	9.462	0.005	0.011	0.004
Si	-4.043	1.337	9.502	0	0.001	0.003
Si	-1.321	4.076	9.559	-0.01	-0.016	0.006
Si	-4.043	6.821	9.506	0.007	0.004	0
Si	-1.32	-6.764	9.539	0.005	0.004	0.002
Si	-4.05	-4.086	9.507	-0.007	0	-0.001
Si	-1.315	-1.35	9.559	-0.002	0.002	0.004
Si	0.03	0.015	10.93	0.003	0.009	0
Si	2.773	2.758	10.98	0.012	-0.012	0
Si	0.027	5.453	10.923	-0.002	-0.01	-0.005
Si	2.761	-8.129	10.984	0.001	-0.005	0.005
Si	0.029	-5.411	10.914	-0.006	-0.003	-0.008
Si	2.747	-2.695	10.967	-0.01	0.015	0
Si	5.48	0.031	11.036	0.007	0.016	0.005
Si	8.205	2.756	11.081	-0.016	0.012	-0.008
Si	5.503	5.494	11.043	-0.01	0.008	0.004
Si	8.214	-8.129	11.068	0.014	-0.012	-0.005
Si	5.491	-5.408	11.027	-0.001	-0.029	0.002
Si	8.229	-2.687	11.075	-0.003	-0.008	-0.006
Si	10.928	0.034	11.127	0.005	-0.006	0.004
Si	13.64	2.75	11.124	-0.007	-0.003	0.001
Si	10.927	5.479	11.107	0.001	-0.003	0.001
Si	13.643	-8.128	11.154	0.001	-0.007	0.01
Si	10.938	-5.397	11.117	-0.007	-0.003	-0.004
Si	13.643	-2.722	11.152	-0.003	-0.01	0.008
Si	16.345	0.01	11.125	-0.015	0.01	-0.004
Si	19.063	2.73	11.139	0.024	-0.024	0.013
Si	16.35	5.49	11.127	-0.018	0.01	-0.005
Si	19.044	8.166	11.097	0.007	-0.001	0.004
Si	16.345	-5.426	11.126	0.005	0.013	0.001
Si	19.056	-2.711	11.104	-0.009	-0.008	-0.003
Si	21.779	0.006	11.069	0.011	-0.001	0.007
Si	24.458	2.725	11.024	-0.013	0.018	0.003
Si	21.751	5.449	11.064	-0.011	0.005	0.009
Si	24.469	8.166	10.989	-0.013	0	-0.005
Si	21.761	-5.447	11.029	0.003	0.001	-0.005
Si	24.488	-2.72	10.998	0.013	0.011	0.001
Si	27.193	-0.015	10.939	-0.007	-0.003	-0.001
Si	29.905	2.705	10.861	0.008	0.004	0.001
Si	27.169	5.425	10.925	0.015	-0.002	-0.007
Si	29.9	8.17	10.884	-0.011	0.007	0.004
Si	27.205	-5.424	10.934	0.006	0.009	0.005
Si	29.91	-2.723	10.888	0.006	-0.013	0.003
Si	32.614	-0.014	10.786	-0.008	0.01	-0.002
Si	-29.946	2.705	10.768	0.007	0.003	0.004
Si	32.624	5.428	10.816	0.003	-0.008	0.002
Si	-29.955	8.144	10.792	-0.003	0.011	0.005
Si	32.618	-5.444	10.825	0.001	-0.009	0.002
Si	-29.941	-2.716	10.743	-0.003	0.008	-0.006
Si	-27.216	-0.011	10.724	0.016	-0.005	-0.002
Si	-24.53	2.703	10.701	0.003	0	0
Si	-27.247	5.417	10.733	-0.008	-0.008	0.005
Si	-24.524	8.167	10.689	-0.005	0.008	-0.012
Si	-27.233	-5.443	10.727	-0.001	-0.004	-0.002
Si	-24.508	-2.72	10.712	0.002	0.002	0.004
Si	-21.806	0.003	10.709	0.004	0.011	0.01
Si	-19.096	2.714	10.699	-0.01	0.007	0
Si	-21.802	5.427	10.683	0.004	-0.003	-0.001
Si	-19.065	8.15	10.7	0.017	-0.014	0
Si	-21.799	-5.426	10.694	0.001	0.007	-0.003
Si	-19.075	-2.711	10.708	0	0.003	0.003
Si	-16.365	-0.004	10.707	0.005	0.003	-0.003
Si	-13.643	2.711	10.741	-0.007	0	-0.005
Si	-16.35	5.444	10.732	-0.008	0.008	0.007
Si	-13.59	8.172	10.76	0.004	-0.009	0.008
Si	-16.337	-5.449	10.719	0.014	-0.001	0.005
Si	-13.625	-2.747	10.738	-0.004	0	0.01
Si	-10.9	-0.027	10.78	0.004	0	0.007
Si	-8.157	2.709	10.802	-0.005	-0.003	0
Si	-10.901	5.433	10.781	0.001	-0.003	-0.001
Si	-8.164	8.149	10.802	0.001	0	0
Si	-10.884	-5.448	10.762	0	0.006	0.003
Si	-8.161	-2.736	10.805	0.011	0.005	0.003
Si	-5.432	-0.019	10.84	-0.002	-0.006	0.004
Si	-2.706	2.705	10.881	0.002	-0.007	-0.001
Si	-5.429	5.449	10.832	0.006	-0.001	-0.005
Si	-2.694	-8.139	10.875	-0.006	0.002	-0.002
Si	-5.433	-5.448	10.842	0.002	-0.011	-0.004
Si	-2.705	-2.722	10.875	-0.008	0.003	-0.002
Si	1.38	-1.331	12.305	-0.002	-0.002	0.009
Si	4.114	1.41	12.363	-0.012	0	0.009
Si	1.38	4.11	12.302	0.012	0.014	0.004
Si	4.117	-9.466	12.363	0.015	-0.002	0.003
Si	1.375	-6.759	12.3	0.001	-0.002	0.008
Si	4.107	-4.035	12.35	0.007	0.011	0.001
Si	6.856	-1.311	12.403	0.003	-0.005	-0.008
Si	9.559	1.407	12.461	-0.001	0	-0.007
Si	6.847	4.133	12.417	0	-0.003	0
Si	9.569	-9.468	12.452	-0.01	0	-0.003
Si	6.844	-6.748	12.402	-0.008	0.005	-0.006
Si	9.578	-4.02	12.467	0.009	0.015	-0.001
Si	12.293	-1.321	12.488	0.009	0.002	-0.002
Si	14.993	1.386	12.484	-0.012	0.015	-0.008
Si	12.279	4.111	12.475	0.007	-0.006	-0.006
Si	15.005	-9.488	12.511	0.009	-0.008	0.002
Si	12.29	-6.749	12.499	0.011	0.002	0.001
Si	15.013	-4.06	12.512	-0.009	-0.01	0.001
Si	17.708	-1.35	12.483	0.013	-0.01	-0.007
Si	20.433	1.36	12.46	0	0.017	-0.002
Si	17.697	4.107	12.483	-0.011	0.016	-0.004
Si	20.408	6.802	12.443	-0.003	-0.015	0.007
Si	17.712	9.537	12.477	-0.007	-0.008	-0.002
Si	20.427	-4.086	12.424	0.014	0.008	-0.002
Si	23.149	-1.366	12.39	-0.008	0.001	0.003
Si	25.848	1.342	12.326	0.003	0.004	-0.004
Si	23.123	4.087	12.408	0.006	-0.001	0.004
Si	25.84	6.788	12.32	0.003	-0.016	-0.003
Si	23.13	9.518	12.377	-0.005	-0.008	0
Si	25.863	-4.083	12.326	-0.005	-0.016	0
Si	28.57	-1.374	12.276	0.011	0.013	0.005
Si	31.282	1.337	12.191	-0.011	0	-0.003
Si	28.565	4.069	12.248	-0.011	0.004	-0.008
Si	31.287	6.794	12.202	0.008	-0.003	-0.002
Si	28.569	9.522	12.273	0.007	-0.004	0.001
Si	31.277	-4.101	12.221	-0.007	-0.002	0.007
Si	33.99	-1.376	12.135	-0.001	0.003	-0.009
Si	-28.574	1.337	12.109	0	-0.005	-0.002
Si	-31.284	4.066	12.157	0.004	0.004	0.001
Si	-28.58	6.776	12.128	0.006	-0.011	0.004
Si	-31.297	9.504	12.169	-0.009	-0.012	0.006
Si	-28.587	-4.093	12.105	-0.005	-0.006	0.003
Si	-25.867	-1.381	12.09	-0.004	0.004	0.004
Si	-23.167	1.356	12.073	-0.012	0	0.005
Si	-25.882	4.056	12.081	0.004	0.003	-0.005
Si	-23.161	6.8	12.039	-0.003	0	-0.004
Si	-25.866	9.513	12.081	0.003	-0.004	0.002
Si	-23.15	-4.081	12.081	0.003	0.014	0.007
Si	-20.438	-1.357	12.069	0.008	-0.002	-0.001
Si	-17.735	1.353	12.064	0.007	-0.003	-0.006
Si	-20.448	4.073	12.06	0.002	-0.015	0.006
Si	-17.716	6.799	12.086	0.006	-0.002	0.01
Si	-20.439	9.517	12.047	-0.005	0.012	0.002
Si	-17.714	-4.085	12.057	-0.006	0.005	-0.005
Si	-15	-1.367	12.063	-0.01	0	-0.008
Si	-12.283	1.35	12.102	-0.011	-0.006	0.001
Si	-14.997	4.078	12.102	0.003	0	0.006
Si	-12.256	6.8	12.137	0.001	0.006	0.012
Si	-14.973	9.523	12.097	0.009	-0.001	0
Si	-12.267	-4.1	12.106	-0.007	0.01	-0.006
Si	-9.543	-1.379	12.15	0	0.009	0.002
Si	-6.812	1.348	12.173	0.019	0.009	0.006
Si	-9.54	4.074	12.137	-0.011	0.005	0.001
Si	-6.814	6.793	12.173	0	0.001	-0.002
Si	-9.534	9.509	12.139	0.006	-0.016	-0.004
Si	-6.814	-4.102	12.184	0	-0.012	-0.001
Si	-4.093	-1.388	12.216	0.015	-0.003	0.004
Si	-1.36	1.352	12.261	0	-0.006	0.009
Si	-4.086	4.083	12.199	-0.008	0.003	-0.001
Si	-1.349	6.821	12.252	-0.01	0.003	0.004
Si	-4.089	-6.803	12.214	-0.01	0.006	-0.002
Si	-1.36	-4.07	12.255	-0.002	0.007	0.001
Si	2.726	0.044	13.673	0.022	0.002	-0.006
Si	5.462	2.776	13.741	0.008	0.003	0
Si	2.73	5.48	13.669	0.006	0.001	-0.008
Si	5.463	-8.1	13.735	-0.012	-0.008	-0.005
Si	2.718	-5.395	13.679	-0.003	-0.013	-0.004
Si	5.464	-2.665	13.719	0.003	0.009	-0.01
Si	8.192	0.051	13.801	-0.012	-0.002	0.005
Si	10.921	2.755	13.838	0.001	0.004	0
Si	8.202	5.491	13.79	0.014	0.003	0
Si	10.918	-8.112	13.837	-0.007	-0.002	0
Si	8.18	-5.374	13.782	-0.009	-0.029	-0.002
Si	10.921	-2.65	13.851	0.002	0.005	0.006
Si	13.646	0.038	13.862	0.001	-0.004	-0.002
Si	16.341	2.743	13.85	-0.009	-0.016	-0.002
Si	13.645	5.451	13.848	-0.01	0.004	-0.004
Si	16.366	-8.124	13.864	0	0	0
Si	13.651	-5.397	13.876	-0.002	0.006	0
Si	16.363	-2.688	13.877	-0.01	0.013	0.007
Si	19.076	0.009	13.833	0.006	0.014	0.004
Si	21.789	2.728	13.797	-0.008	-0.004	0.006
Si	19.064	5.46	13.835	0.007	-0.012	0.003
Si	21.786	8.173	13.768	0.002	-0.002	0
Si	19.08	10.902	13.825	-0.007	-0.002	-0.001
Si	21.791	-2.72	13.758	0.004	-0.006	-0.002
Si	24.519	-0.01	13.73	0.002	-0.001	0.004
Si	27.228	2.716	13.64	0.012	0.001	-0.008
Si	24.506	5.45	13.733	-0.014	-0.002	0.006
Si	27.221	8.16	13.642	0.002	0.004	-0.005
Si	24.511	10.887	13.701	0.011	0.016	-0.004
Si	27.241	-2.738	13.668	-0.009	0.002	0.003
Si	29.949	-0.008	13.596	0.008	0.001	0.002
Si	32.659	2.697	13.531	0.005	0.001	-0.003
Si	29.942	5.438	13.581	0	0.011	-0.01
Si	32.649	8.149	13.564	-0.001	-0.001	0.001
Si	29.948	10.862	13.626	-0.011	-0.008	0.008
Si	32.666	-2.738	13.54	-0.002	0.004	0.005
Si	35.364	-0.031	13.487	0.003	0.005	-0.001
Si	-27.226	2.704	13.473	0	-0.005	0.006
Si	-29.932	5.431	13.518	0.003	-0.001	0.005
Si	-27.202	8.145	13.463	0.004	0.013	-0.007
Si	-29.922	10.867	13.504	-0.002	-0.006	-0.002
Si	-27.209	-2.755	13.467	-0.001	0.013	-0.003
Si	-24.513	-0.012	13.442	0.009	-0.007	-0.005
Si	-21.799	2.717	13.43	-0.003	0.009	0.006
Si	-24.517	5.439	13.409	-0.009	-0.005	-0.011
Si	-21.804	8.154	13.409	-0.009	-0.014	-0.006
Si	-24.503	10.863	13.448	-0.004	-0.003	-0.002
Si	-21.786	-2.718	13.439	0.025	0.011	0.005
Si	-19.078	-0.01	13.44	-0.018	0.004	0.009
Si	-16.387	2.715	13.433	-0.01	-0.017	-0.003
Si	-19.093	5.432	13.427	0	0.002	-0.001
Si	-16.334	8.15	13.439	0.005	0.006	-0.006
Si	-19.073	10.871	13.41	0.02	0.004	0.006
Si	-16.36	-2.722	13.417	0.021	0.009	-0.004
Si	-13.65	-0.019	13.441	-0.005	0.001	0.001
Si	-10.926	2.715	13.464	0.005	-0.002	-0.008
Si	-13.636	5.437	13.475	0.002	-0.005	0.005
Si	-10.885	8.15	13.501	0.012	0.01	0.006
Si	-13.618	10.868	13.478	0.003	0.001	0.007
Si	-10.923	-2.75	13.48	-0.006	-0.018	0.005
Si	-8.191	-0.016	13.517	-0.006	0.007	0.01
Si	-5.471	2.725	13.531	0.014	0.005	0.005
Si	-8.193	5.436	13.513	0.01	-0.008	-0.005
Si	-5.467	8.147	13.545	0.003	-0.002	0.005
Si	-8.182	10.845	13.525	-0.001	0.007	0
Si	-5.457	-2.764	13.563	-0.006	0	0.002
Si	-2.733	-0.038	13.579	-0.022	-0.008	-0.002
Si	-0.006	2.727	13.612	-0.001	-0.019	-0.009
Si	-2.737	5.446	13.571	-0.002	-0.004	-0.005
Si	-0.001	8.186	13.628	0.002	0.003	-0.002
Si	-2.747	-5.441	13.584	0	-0.011	-0.009
Si	-0.007	-2.704	13.616	-0.005	0.013	-0.008
Si	1.325	1.377	15.004	0.004	0	0.02
Si	4.066	4.136	15.058	-0.012	0.016	-0.004
Si	1.373	6.854	15	0.003	-0.014	-0.004
Si	4.082	-6.726	15.055	0.02	-0.003	0.006
Si	1.332	-4.034	15.009	0.008	0.013	0.013
Si	4.098	-1.282	15.041	-0.001	-0.006	0
Si	6.811	1.425	15.121	0.011	0.005	0.002
Si	9.564	4.146	15.167	-0.006	-0.014	-0.001
Si	6.815	-9.453	15.103	0.002	-0.006	-0.005
Si	9.535	-6.721	15.15	0.021	0.015	0.002
Si	6.813	-3.987	15.12	-0.008	0.021	0.006
Si	9.564	-1.264	15.204	-0.011	0.006	-0.002
Si	12.271	1.391	15.222	0.012	-0.003	-0.01
Si	14.979	4.082	15.237	-0.018	0.002	-0.001
Si	12.291	-9.491	15.184	0.013	-0.011	-0.005
Si	15.019	-6.757	15.235	0.007	-0.006	-0.005
Si	12.302	-3.993	15.209	0.016	-0.006	-0.007
Si	15.022	-1.291	15.243	-0.016	0.005	-0.006
Si	17.714	1.38	15.195	-0.003	-0.01	-0.004
Si	20.426	4.082	15.172	-0.002	0.004	0.007
Si	17.728	-9.49	15.214	-0.024	0.02	0.002
Si	20.451	9.529	15.161	0.012	-0.006	-0.012
Si	17.74	-4.055	15.218	0.011	0.008	0.004
Si	20.453	-1.371	15.156	0.006	-0.02	-0.014
Si	23.167	1.347	15.11	-0.001	0.014	-0.002
Si	25.895	4.064	15.04	0.02	-0.008	-0.006
Si	23.159	6.818	15.111	-0.009	0.007	0.006
Si	25.884	9.518	15.027	-0.015	-0.008	-0.004
Si	23.167	-4.08	15.085	-0.008	0	-0.012
Si	25.896	-1.392	15.053	0.011	0	0.01
Si	28.602	1.353	14.971	-0.021	0.016	-0.006
Si	31.319	4.064	14.904	0.002	-0.009	-0.01
Si	28.614	6.808	14.969	-0.012	-0.005	-0.003
Si	31.321	9.496	14.972	0.002	-0.017	0
Si	28.602	-4.112	15.015	0.02	-0.006	0.004
Si	31.322	-1.385	14.92	-0.014	0.01	-0.005
Si	34.027	1.324	14.872	0.01	-0.01	-0.005
Si	-28.578	4.057	14.86	-0.005	0.004	0.002
Si	34.018	6.794	14.916	-0.009	0.006	0
Si	-28.55	9.494	14.84	0.012	-0.017	0.005
Si	34.015	-4.112	14.903	-0.007	0.012	0.007
Si	36.713	-1.413	14.841	-0.004	0.005	-0.006
Si	-25.868	1.331	14.821	-0.013	0.007	0
Si	-23.156	4.098	14.77	-0.019	0.002	-0.006
Si	-25.843	6.781	14.819	0.023	-0.024	-0.002
Si	-23.145	9.499	14.808	0.003	0.002	0.004
Si	-25.855	-4.122	14.839	-0.009	-0.003	0.007
Si	-23.148	-1.358	14.804	-0.016	0.012	0.003
Si	-20.445	1.348	14.794	0.025	0	0.002
Si	-17.744	4.076	14.802	0.003	-0.009	0.002
Si	-20.461	6.792	14.776	0.003	0.005	-0.006
Si	-17.702	9.519	14.767	0.005	-0.002	0.005
Si	-20.418	-4.09	14.785	-0.015	0.006	0.001
Si	-17.717	-1.386	14.797	0.028	-0.014	-0.012
Si	-15.03	1.339	14.776	-0.001	0.003	-0.009
Si	-12.259	4.088	14.834	0.001	-0.006	0.013
Si	-14.999	6.794	14.837	0.001	0	0.008
Si	-12.257	9.5	14.846	-0.001	0.003	-0.001
Si	-14.997	-4.062	14.786	-0.018	0.004	-0.008
Si	-12.296	-1.378	14.813	0.007	0.002	-0.001
Si	-9.583	1.361	14.837	-0.004	-0.006	-0.002
Si	-6.86	4.071	14.881	0.016	-0.009	-0.002
Si	-9.526	6.808	14.887	-0.012	0.004	0
Si	-6.831	9.486	14.912	-0.018	-0.009	-0.004
Si	-9.587	-4.131	14.845	0.001	0.004	-0.013
Si	-6.855	-1.412	14.874	0.014	0	0.007
Si	-4.119	1.342	14.863	0.003	-0.001	-0.011
Si	-1.378	4.092	14.933	-0.003	0.013	-0.008
Si	-4.127	6.789	14.913	0.003	-0.005	-0.007
Si	-1.403	9.531	14.954	-0.006	0.005	-0.011
Si	-4.12	-4.126	14.967	0.008	-0.006	0.012
Si	-1.391	-1.392	14.974	0.006	-0.005	0.01
Si	-0.05	-0.013	16.33	-0.006	-0.011	-0.003
Si	2.667	2.762	16.36	-0.013	0.001	0.002
Si	-0.009	5.458	16.284	-0.007	-0.016	0.002
Si	2.709	8.232	16.388	-0.005	0.009	0
Si	-0.074	-5.407	16.317	0.003	-0.035	0.005
Si	2.702	-2.639	16.337	0.011	0.027	-0.004
Si	5.413	0.086	16.456	-0.004	-0.002	0.007
Si	8.169	2.792	16.482	0.003	0.016	0
Si	5.404	5.527	16.42	0.014	0.001	-0.004
Si	8.163	-8.092	16.478	-0.018	-0.017	-0.001
Si	5.408	-5.341	16.43	-0.023	-0.003	0.002
Si	8.152	-2.604	16.509	0.006	-0.013	-0.003
Si	10.914	0.08	16.634	0.024	-0.012	0.013
Si	13.621	2.713	16.624	-0.032	-0.01	0.003
Si	10.947	5.471	16.553	0.012	0.006	0.004
Si	13.649	-8.141	16.551	-0.009	0.01	-0.014
Si	10.891	-5.34	16.503	-0.022	0.001	-0.008
Si	13.649	-2.623	16.602	0.024	0.022	-0.005
Si	16.391	0.058	16.631	0.015	0.027	-0.003
Si	19.075	2.72	16.554	-0.009	0.015	-0.007
Si	16.363	5.453	16.555	0.019	-0.014	0.006
Si	19.105	-8.122	16.564	0.003	-0.003	0.01
Si	16.388	-5.397	16.605	-0.024	-0.009	0.011
Si	19.107	-2.689	16.571	0.025	0.001	-0.004
Si	21.839	-0.029	16.495	-0.006	0	0.002
Si	24.553	2.704	16.428	-0.006	-0.006	0.005
Si	21.798	5.466	16.482	-0.004	-0.016	-0.006
Si	24.538	8.203	16.431	0.008	0.012	-0.003
Si	21.832	10.901	16.482	0.008	0.014	0.006
Si	24.542	-2.745	16.436	-0.006	-0.013	-0.004
Si	27.28	-0.018	16.358	0.021	0.011	0.001
Si	29.991	2.711	16.291	-0.005	0.012	-0.004
Si	27.283	5.448	16.341	-0.006	0	-0.009
Si	29.964	8.153	16.357	0.01	-0.002	0
Si	27.247	10.85	16.4	-0.01	-0.016	-0.001
Si	30.007	-2.75	16.316	-0.002	0.005	0.003
Si	32.705	-0.045	16.26	-0.002	0.009	-0.006
Si	35.364	2.684	16.244	-0.007	-0.003	0.001
Si	32.661	5.423	16.273	0.008	-0.004	-0.005
Si	35.4	8.165	16.255	0.012	-0.004	-0.006
Si	32.693	10.856	16.321	-0.01	-0.023	0.014
Si	35.401	-2.782	16.252	0.022	0.01	0.007
Si	38.062	-0.049	16.189	0.002	-0.01	-0.002
Si	-24.499	2.733	16.122	0.028	-0.001	-0.004
Si	-27.218	5.443	16.187	-0.006	0.016	0.004
Si	-24.478	8.124	16.198	0.001	-0.004	-0.002
Si	-27.195	10.816	16.226	0.005	-0.002	-0.013
Si	-24.476	-2.747	16.162	0.012	0.021	-0.015
Si	-21.797	0.003	16.176	-0.02	0.002	0.013
Si	-19.114	2.721	16.163	-0.006	-0.008	0.004
Si	-21.833	5.459	16.163	0.006	0.018	-0.003
Si	-19.07	8.148	16.094	0.008	0.001	-0.008
Si	-21.762	10.861	16.145	0.002	0	-0.004
Si	-19.056	-2.757	16.171	-0.001	-0.008	0.009
Si	-16.368	-0.024	16.16	-0.006	-0.001	0.01
Si	-13.669	2.705	16.108	-0.001	-0.012	-0.015
Si	-16.393	5.435	16.174	-0.006	0.01	0.012
Si	-13.605	8.136	16.196	0.001	-0.01	0.005
Si	-16.351	10.895	16.123	0.009	0.012	-0.002
Si	-13.658	-2.724	16.182	-0.005	0.011	0.008
Si	-10.937	-0.025	16.168	-0.02	0.011	-0.005
Si	-8.257	2.728	16.22	-0.013	0.019	0.004
Si	-10.896	5.453	16.224	0.01	0.014	0.014
Si	-8.174	8.141	16.305	0.027	0.002	-0.005
Si	-10.915	10.837	16.248	0.011	0.009	0.004
Si	-8.242	-2.792	16.204	-0.02	-0.021	-0.001
Si	-5.498	-0.02	16.186	0.008	-0.001	-0.004
Si	-2.76	2.688	16.219	0.01	-0.005	-0.005
Si	-5.512	5.429	16.249	-0.028	0.025	0.007
Si	-2.77	8.14	16.277	-0.004	-0.007	-0.007
Si	-5.489	-5.515	16.317	0.021	-0.006	0.007
Si	-2.742	-2.784	16.329	0.001	-0.002	0.011
O	4.121	-4.753	2.005	0.407	-0.377	0.227
O	8.3	0.612	-0.16	0.196	0.651	0.08
O	13.493	1.806	0.964	0.094	0.516	-0.592
O	6.289	-6.987	0.117	-0.343	0.531	-0.408
O	15.144	7.207	1.994	-0.413	0.195	0.125
O	14.653	-4.95	1.617	0.521	-0.013	0.126
O	14.637	-2.633	0.531	-0.323	0.237	0.23
O	18.628	-5.741	-0.09	-0.474	0.113	-0.426
O	22.645	-7.314	2.131	0.137	0.09	-0.146
O	26.594	-3.303	1.063	-0.323	0.192	-0.286
O	29.04	-3.16	0.267	-0.158	0.261	0.575
O	29.75	-3.689	-2.206	0.645	0.275	-0.587
O	29.991	-0.005	1.206	-0.408	0.214	-0.27
O	27.597	-7.307	1.532	-0.021	-0.071	-0.156
O	-31.176	4.623	1.74	0.117	-0.048	0.071
O	-26.207	-2.252	1.414	-0.215	-0.105	-0.395
O	-16.275	5.46	0.934	0.357	-0.021	-0.478
O	8.516	1.79	22.845	-0.111	-0.785	-0.166
O	6.861	3.644	23.23	0.13	-0.066	0.222
O	9.062	-3.168	22.783	0.153	0.459	-0.12
O	13.958	2.54	23.537	-0.001	0.146	0.485
O	12.853	-2.436	23.16	-0.059	-0.247	0.253
O	15.905	0.858	23.359	0.202	0.246	0.156
O	25.012	0.281	23.601	-0.016	-0.055	0.105
O	-24.502	-7.634	22.899	0.412	-0.301	0.402
O	-19.709	3.924	22.531	0.214	0.535	0.138
O	-18.249	-6.666	24.167	-0.062	0.069	-0.399
O	-21.352	-6.34	23.098	0.222	-0.448	-0.152
O	-7.169	-6.266	26.119	-0.41	0.147	-0.024
O	-4.06	-7.331	23.157	-0.496	-0.234	-0.334
O	2.425	0.223	23.524	0.092	0.183	0.156
O	0.897	-1.533	24.625	-0.008	-0.347	0.032
O	4.221	1.66	24.69	0.575	-0.252	-0.037
O	2.11	5.486	23.854	-0.221	0.522	-0.05
O	-1.702	1.01	27.03	-0.107	0.347	0.268
O	0.667	1.468	26.056	0.351	-0.294	-0.078
O	3.098	5.904	26.277	0.266	-0.3	0.046
O	-1.621	7.744	-2.245	0.19	0.272	0.329
O	5.65	0.487	-3.796	-0.077	-0.041	0.299
O	4.575	-3.728	24.754	0.143	0.199	0.438
O	1.909	-6.291	24.611	0.004	0.479	-0.08
O	6.803	-0.888	24.56	-0.25	0.21	0.277
O	9.817	1.223	25.007	0.333	-0.321	0.164
O	11.179	2.62	0.1	-0.669	0.492	0.062
O	8.286	-5.152	24.231	-0.06	-0.179	-0.165
O	10.587	-3.897	24.776	0.219	-0.457	0.214
O	6.212	-6.825	24.355	-0.206	-0.198	0.315
O	8.198	0.181	26.681	-0.231	0.004	0.666
O	11.689	-1.414	25.132	0.015	0.074	0.501
O	13.526	-0.021	23.984	0.003	-0.114	-0.145
O	12.339	6.01	26.918	0.333	0.676	-0.37
O	10.72	3.1	23.536	-0.245	0.076	0.19
O	12.168	5.119	24.418	-0.074	0.69	-0.023
O	13.634	-4.611	-5.698	-0.134	-0.094	-0.595
O	28.563	-6.011	-2.776	0.411	-0.118	0.041
O	21.502	-0.648	-5.25	-0.399	0.052	-0.363
O	18.643	3.688	24.991	-0.158	-0.176	0.063
O	15.859	4.277	-5.275	-0.527	-0.186	0.104
O	22.806	3.387	24.136	0.269	0.13	-0.001
O	29.919	2.62	-1.21	0.375	-0.269	0.452
O	17.853	-6.306	24.476	-0.341	-0.076	0.321
O	21.69	-3.47	24.45	0.317	-0.097	-0.139
O	21.044	-1.304	25.788	-0.038	0.263	-0.35
O	23.446	-1.488	24.767	0.317	0.354	0.478
O	28.832	4.254	24.314	-0.519	-0.076	0.41
O	27.868	-7.88	25.03	0.345	-0.1	0.167
O	19.567	5.607	23.692	0.066	-0.062	0.004
O	24.619	5.32	23.663	0.325	0.035	0.481
O	25.997	-4.033	27.012	-0.393	-0.347	0.099
O	21.988	-6.99	-2.629	-0.323	-0.465	0.222
O	30.897	-4.355	27.081	-0.077	0.14	0.596
O	30.511	6.385	24.153	-0.113	0.389	0.043
O	25.19	6.904	-4.783	0.194	-0.581	0.014
O	31.661	1.401	24.438	-0.021	-0.179	0.313
O	32.614	8.036	23.655	0.263	0	0.676
O	-24.752	-5.856	-1.422	-0.215	0.466	0.238
O	-31.23	8.129	-1.551	-0.861	0.055	-0.334
O	31.108	6.55	-3.786	0.004	-0.45	-0.336
O	-30.829	-6.635	24.557	0.17	0.17	0.116
O	-29.921	5.216	23.581	-0.212	0.249	0.308
O	-24.915	-5.247	24.171	-0.34	0.135	0.007
O	-31.867	-0.638	-2.871	-0.423	0.022	0.296
O	-30.404	-7.544	27.026	-0.072	-0.454	-0.268
O	-30.126	-5.021	26.515	-0.326	0.031	0.53
O	-26.919	-2.694	23.427	-0.109	0.149	0.193
O	-24.927	-1.053	23.812	0.186	-0.136	0.039
O	-27.525	0.12	-5.263	0.524	0.276	0.094
O	-21.772	2.547	23.182	0.2	-0.028	0.078
O	-22.6	-5.383	25.32	-0.199	-0.024	0.644
O	-22.645	7.468	0.007	-0.576	-0.282	-0.318
O	-18.015	-0.92	24.872	0.715	-0.238	-0.245
O	-24.337	-0.619	26.271	-0.388	0.316	0.224
O	-15.587	1.921	25.217	0.559	-0.092	-0.119
O	-17.928	2.962	25.541	0.209	0.404	0.257
O	-23.647	4.88	24.377	0.051	-0.284	0.313
O	-18.052	7.21	25.08	-0.046	-0.474	-0.047
O	-10.866	4.804	-5.147	-0.408	0.444	-0.131
O	-16.348	-2.787	23.399	0.242	0.157	0.27
O	-17.088	-2.039	27.176	-0.213	-0.509	-0.252
O	-14.897	-0.77	24.152	-0.19	0.495	-0.063
O	-13.479	4.068	-1.505	-0.072	0.134	0.292
O	-19.781	1.068	25.081	-0.639	0.053	-0.117
O	-4.589	1.63	-4.099	0.52	-0.348	-0.072
O	-16.116	4.07	23.943	-0.404	0.116	0.341
O	-13.93	5.549	23.327	-0.1	0.049	0.282
O	-17.2	4.171	-3.527	0.35	-0.157	0.033
O	-17.013	0.519	26.922	-0.238	-0.013	0.071
O	-14.461	-6.729	24.355	0.086	-0.24	0.263
O	-15.563	6.307	-3.717	-0.227	0.244	0.354
O	-13.365	-4.416	24.285	-0.28	0.234	0.276
O	-11.254	-2.942	23.912	0.337	0.312	0.024
O	-7.757	3.376	-1.772	-0.425	0.44	-0.083
O	-9.379	6.509	24.325	0.13	-0.262	-0.407
O	-5.344	7.691	-5.602	0.491	-0.288	-0.462
O	-7.82	-0.72	25.846	0.258	-0.337	-0.147
O	-10.854	-0.412	-2.007	-0.24	0.002	-0.163
O	-3.372	-3.401	26.186	-0.036	-0.409	-0.166
O	-2.212	1.122	24.481	0.355	0.156	0.238
O	-4.831	4.171	24.753	-0.193	-0.518	0.196
O	-4.311	6.601	24.108	0.225	0.095	0.585
O	-2.77	2.324	-2.303	-0.011	0.006	-0.494
O	-4.866	-5.538	24.794	0.515	-0.069	0.148
O	-1.285	6.442	0.129	0.098	0.038	-0.5
O	4.562	6.311	-4.835	-0.154	-0.238	0.558
O	6.753	2.123	-2.06	-0.137	-0.064	0.447
O	11.27	-6.243	-1.778	-0.22	0.006	0.201
O	4.059	7.191	24.253	0.041	0.398	0.388
O	2.685	-7.826	26.659	-0.039	-0.018	-0.343
O	6.077	-1.613	-5.286	0.146	0.117	0.006
O	3.566	-1.23	-1.31	0.124	0.211	0.55
O	4.741	3.288	-0.912	-0.327	0.347	-0.397
O	11.658	-4.904	-3.983	0.313	0.263	0.345
O	7.843	2.698	26.196	-0.084	0.249	-0.613
O	5.717	-7.701	-4.672	-0.116	0.217	-0.467
O	-23.492	1.024	24.371	0.216	0.074	0.523
O	9.984	5.994	0.276	-0.266	-0.391	0.079
O	12.818	-2.518	-4.314	0.227	0.268	-0.423
O	8.235	-7.086	25.93	-0.222	0.191	0.439
O	-0.216	1.797	-2.299	0.181	0.173	-0.261
O	7.253	-2.298	26.724	0.494	-0.644	-0.074
O	13.559	5.104	-3.819	0.125	-0.655	0.491
O	15.625	-4.512	-0.975	0.389	-0.428	0.006
O	17.159	2.985	-3.468	0.563	0.07	0.265
O	20.892	1.548	24.593	0.253	-0.414	0.321
O	-0.764	5.958	25.142	0.18	0.028	-0.425
O	19.195	-5.775	26.64	-0.433	0.309	0.405
O	14.408	-7.657	26.229	0.304	-0.482	0.112
O	10.724	-2.79	27.133	-0.383	0.166	0.217
O	21.041	-3.202	-5.186	-0.767	-0.104	0.521
O	19.431	5.551	26.727	0.524	0.516	-0.231
O	22.993	1.719	26.12	-0.096	-0.21	-0.127
O	21.757	7.184	24.103	0.141	-0.298	0.168
O	-22.817	-4.469	-0.346	-0.227	0.595	-0.346
O	18.762	-0.901	26.928	-0.158	0.125	0.304
O	-1.733	-3.672	24.237	0.306	0.205	0.091
O	26.394	-2.265	-5.554	-0.585	-0.117	0.019
O	24.258	5.633	26.937	-0.284	-0.228	-0.562
O	13.073	-0.378	-2.691	0.105	-0.035	0.275
O	26.501	4.286	-4.441	-0.022	0.154	0.116
O	25.023	2.501	-2.155	0.365	0.089	-0.039
O	27.291	-4.144	-1.42	-0.453	0.159	-0.142
O	28.984	8.167	-4.193	-0.153	-0.122	-0.045
O	11.67	6.715	-1.528	-0.112	0.169	-0.331
O	-7.926	7.613	-5.442	-0.25	-0.095	-0.316
O	14.529	-2.525	-2.33	0.28	0.511	0.408
O	28.575	4.411	0.118	-0.127	0.154	-0.277
O	-29.535	6.141	-2.001	0.251	0.016	-0.429
O	-6.136	6.472	0.258	-0.265	-0.114	-0.167
O	-25.276	2.662	-1.728	-0.297	-0.079	-0.571
O	-29.444	8.154	0.374	-0.26	0.292	-0.003
O	-27.04	7.61	26.734	-0.045	0.474	0.116
O	-5.356	2.387	-1.758	0.058	-0.026	0.521
O	-6.91	-3.687	-0.293	0.201	-0.44	-0.094
O	9.051	6.147	-2.15	0.095	0.084	-0.284
O	-26.455	-7.355	24.581	-0.209	0.218	0.483
O	-25.732	6.412	24.765	0.32	0.394	-0.06
O	-25.957	6.766	-3.94	-0.191	0.483	-0.095
O	-29.471	-6.316	-1.573	0.195	0.684	0.038
O	-27.01	-6.991	-2.17	0.06	-0.316	-0.066
O	11.535	3.678	-4.786	-0.637	0.109	0.193
O	0.197	8.141	23.903	-0.185	-0.363	-0.162
O	3.713	0.911	27.237	-0.242	-0.243	0.042
O	-30.951	1.592	-1.765	0.007	-0.193	0.071
O	-26.081	0.993	24.932	0.225	-0.071	0.572
O	-12.888	-1.666	25.522	-0.502	-0.203	0.249
O	-20.958	-7.322	25.606	-0.082	-0.054	0.209
O	5.664	5.366	1.228	0.161	-0.023	-0.514
O	14.508	-5.846	24.205	-0.387	0.227	0.328
O	-20.021	6.803	26.704	0.01	-0.252	0.438
O	-27.955	-3.735	27.356	0.203	-0.264	-0.101
O	-5.475	0.18	0.943	0.221	0.242	-0.641
O	-10.099	-5.79	27.001	0.112	-0.038	0.207
O	-23.43	-2.988	-5.033	0.336	0.032	0.132
O	-24.017	-1.666	-0.078	0.2	-0.107	0.072
O	-8.916	-4.194	-4.956	0.523	-0.188	-0.335
O	-11.944	-6.35	25.16	0.247	-0.026	-0.507
O	-18.4	-7.525	27.225	-0.181	0.041	0.151
O	14.966	1.471	-2.961	0.096	0.149	0.371
O	29.432	0.477	-2.7	-0.1	-0.351	0.237
O	-20.264	-2.306	-4.311	-0.406	-0.09	0.15
O	8.618	6.695	26.349	0.452	-0.371	0.248
O	-20.093	0.601	-1.117	-0.51	0.529	0.463
O	-13.006	2.997	-3.84	0.299	-0.487	0.126
O	-12.895	-3.461	-4.301	0.044	0.062	-0.561
O	-12.177	-4.842	-2.193	-0.479	0.253	0.057
O	-12.777	0.756	24.346	0.009	0.141	0.186
O	-9.745	-5.834	-1.808	0.062	0.367	-0.431
O	16.067	5.327	-2.928	0.258	0.001	0.524
O	-9.303	3.09	-3.979	0.718	-0.038	0.441
O	30.476	5.139	-1.65	0.383	-0.18	-0.229
O	31.415	-4.197	-0.185	0.148	-0.062	-0.401
O	-1.514	-1.577	25.618	-0.006	0.48	0.046
O	27.816	-5.291	25.656	0.029	-0.01	0.369
O	25.517	6.745	0.099	0.158	0.139	-0.226
O	14.204	7.102	-2.286	0.032	0.544	-0.224
O	-13.7	-5.952	-4.041	-0.466	-0.106	0.23
O	22.091	-5.561	-4.924	0.013	-0.039	0.03
O	-11.375	-3.597	26.479	-0.485	-0.201	-0.16
O	0.334	-0.774	27.186	0.108	-0.152	0.373
O	-10.344	-1.317	25.826	-0.055	0.017	0.412
O	-9.562	1.119	25.14	-0.501	-0.144	0.094
O	28.133	2.234	-4.185	0.216	-0.052	-0.339
O	-32.566	-6.121	26.444	-0.144	-0.147	-0.067
O	-12.212	6.698	-0.162	-0.258	-0.184	-0.63
O	10.212	-3.441	0.065	0.044	-0.049	-0.18
O	-7.647	-1.818	-4.886	0.429	-0.196	-0.01
O	-2.649	4.485	26.281	-0.086	-0.029	-0.148
O	-28.238	5.779	0.231	0.557	-0.116	0.083
O	23.044	7.899	26.338	0.128	0.276	0.457
O	-3.039	-2.238	-2.333	0.023	-0.318	0.447
O	-7.326	7.597	25.519	0.467	0.101	0.155
O	-27.335	-0.148	-2.673	0.26	0.35	-0.286
O	-5.664	4.992	-1.781	-0.219	0.383	-0.222
O	0.019	7.448	-4.176	-0.172	0.385	-0.09
O	3.713	-5.489	26.396	0.156	-0.127	0.272
O	4.477	7.361	0.114	-0.68	-0.062	-0.437
O	29.639	-6.726	-0.114	0.525	0.498	0.061
O	6.805	7.148	-1.219	0.527	-0.164	0.513
O	1.162	-5.695	27.085	-0.175	-0.152	0.176
O	10.76	4.243	-1.763	-0.251	-0.098	-0.278
O	-7.951	-3.133	-2.684	0.002	-0.217	0.29
O	13.207	-7.592	-0.636	0.52	0.033	0.042
O	27.066	2.419	23.57	0.3	-0.043	0.495
O	-22.036	4.587	-4.243	0.349	0.163	0.121
O	1.8	-6.693	0.194	0.757	-0.391	-0.201
O	7.395	-3.671	-4.105	0.25	0.252	0.127
O	2.028	-4.414	-4.516	0.223	0.345	-0.082
O	22.565	-1.243	-0.237	-0.036	-0.434	-0.182
O	2.931	1.312	-1.133	-0.299	0.36	-0.305
O	-14.949	-1.836	-4.221	-0.098	0.551	-0.348
O	-9.223	-1.18	-0.092	-0.146	-0.232	-0.398
O	-11.888	-7.228	-1.156	0.32	-0.168	-0.176
O	22.159	4.604	0.666	-0.145	-0.084	-0.191
O	7.141	3.473	0.234	0.57	-0.458	-0.055
O	-9.017	-7.754	-0.283	-0.252	-0.289	-0.185
O	10.511	-7.794	26.647	0.502	0.334	-0.233
O	22.525	3.315	-1.931	-0.074	-0.497	-0.097
O	5.709	-2.307	-2.202	0.406	0.087	-0.556
O	-19.325	-1.809	-1.912	0.452	-0.155	0.177
O	-8.903	5.763	-3.683	-0.081	-0.139	0.043
O	20.319	3.617	-3.37	-0.211	0.496	-0.254
O	-17.638	1.106	-1.955	0.128	-0.176	-0.206
O	15.98	4.939	0.954	0.01	-0.185	-0.526
O	-30.318	1.943	27.096	-0.167	0.484	-0.08
O	20.895	-4.996	-1.427	-0.236	0.006	-0.375
O	12.543	2.207	-2.146	0.309	0.464	0.407
O	-5.511	-6.875	-3.564	0.304	0.334	-0.475
O	-24.805	7.905	-1.942	0.251	0.205	0.182
O	13.706	6.169	0.081	-0.587	-0.269	0.072
O	-5.674	-1.97	-1.875	-0.322	0.522	0.104
O	29.481	7.491	27.213	0.218	0.135	-0.684
O	18.322	1.11	-0.977	-0.38	-0.223	0.135
O	6.119	7.399	26.905	-0.43	0.109	-0.322
O	0.661	3.343	24.213	-0.267	-0.439	-0.049
O	32.55	-0.149	0.633	-0.105	0.189	0.168
O	19.482	1.092	-3.401	-0.026	-0.145	-0.375
O	-24.16	3.068	-4.628	-0.001	-0.353	0.233
O	7.052	6.552	-3.798	0.089	-0.319	-0.077
O	21.808	1.73	-4.352	0.711	0.229	0.049
O	-31.31	-2.506	-4.76	-0.064	-0.59	0.122
O	16.394	1.007	-5.137	-0.081	-0.466	-0.157
O	17.328	0.988	26.009	0.445	0.301	-0.279
O	24.526	0.01	-1.409	-0.026	-0.132	0.303
O	19.589	2.424	-5.669	-0.53	-0.328	0.192
O	-10.196	0.565	-4.375	0.218	-0.177	0.173
O	-1.553	-4.744	-2.59	-0.054	0.026	-0.085
O	-3.839	-1.632	0.041	0.639	-0.383	-0.142
O	30.038	5.09	26.402	0.436	-0.17	0.589
O	22.911	6.836	-0.462	0.098	0.545	0.065
O	-26.397	4.565	-5.247	-0.4	-0.289	-0.133
O	25.287	-4.035	-3.951	0.109	-0.426	-0.091
O	-26.157	-0.334	-0.359	0.086	0.234	-0.278
O	-8.817	-8.027	-2.965	-0.736	-0.115	-0.067
O	26.14	1.4	0.006	0.301	-0.18	-0.072
O	28.14	4.174	-2.404	-0.365	0.44	0.164
O	22.893	-6.217	-0.162	0.226	-0.383	-0.181
O	-21.971	-1.844	26.597	0.191	-0.373	-0.192
O	-29.197	-0.07	25.873	0.33	-0.135	-0.033
O	31.426	4.008	24.416	0.217	-0.047	-0.514
O	-1.206	3.897	-0.878	-0.188	0.079	0.083
O	23.939	-7.27	-4.3	0.139	0.381	-0.343
O	-18.277	6.941	0.018	-0.048	0.529	-0.256
O	-21.942	6.773	24.865	-0.299	0.418	-0.069
O	-4.342	4.415	0.373	-0.279	0.07	-0.27
O	6.869	4.911	27.207	0.01	0.138	0.366
O	15.566	-3.501	24.426	-0.076	0.502	-0.197
O	-7.138	-6.493	-1.55	0.097	0.328	0.047
O	8.341	8.053	1.064	0.004	0.107	-0.372
O	-5.715	-4.499	-2.482	0.495	0.124	-0.548
O	-0.193	8.109	26.515	0.198	0.494	0.162
O	-13.205	-3.17	0.35	-0.122	0.222	0.267
O	0.383	-3.296	26.432	0.323	-0.419	-0.239
O	-28.409	-1.643	-0.854	0.272	-0.239	0.329
O	-22.76	2.677	-2.408	0.528	0.05	0.243
O	-17.889	-5.111	26.298	0.05	0.392	0.189
O	-4.113	0.112	-1.925	-0.196	0.236	-0.083
O	5.228	2.946	26.753	-0.2	0.162	-0.292
O	-27.382	-5.537	0.881	-0.034	0.142	-0.346
O	-3.745	6.562	-0.955	0.34	0.018	0.266
O	-28.349	0.93	-0.341	-0.304	0.147	-0.422
O	4.936	-3.374	27.378	-0.695	-0.22	0.169
O	14.798	1.407	25.741	-0.381	-0.227	0.319
O	-15.482	-3.639	-0.953	-0.129	-0.048	0.004
O	0.82	5.07	0.385	0.043	0.591	-0.305
O	-6.554	7.039	-3.359	0.123	-0.446	0.552
O	-23.15	-4.578	-2.971	0.218	-0.355	-0.17
O	-24.507	6.101	27.474	-0.071	0.435	-0.513
O	-15.273	2.1	-1.071	0.171	-0.437	-0.398
O	-24.168	-2.166	-2.668	-0.27	0.393	-0.259
O	32.592	2.834	26.453	-0.415	0.521	0.103
O	4.899	-7.629	-2.098	-0.368	-0.23	-0.08
O	-18.86	5.561	-2.159	0.238	0.274	-0.389
O	-30.79	7.141	-3.987	-0.274	0.085	-0.264
O	-10.053	-2.055	-3.894	-0.337	-0.433	0.038
O	2.599	3.12	26.137	-0.019	0.241	0.393
O	6.406	-5.095	26.179	0.124	0.194	0.309
O	27.66	-0.433	26.117	0.31	0.498	-0.034
O	-0.457	-6.382	-0.986	0.035	-0.197	0.006
O	-28.254	-4.511	24.712	0.322	-0.665	0.091
O	-11.236	0.339	0.509	-0.183	-0.157	0.175
O	6.778	5.885	24.728	0.164	0.281	-0.267
O	27.58	6.078	26.1	-0.011	-0.398	-0.192
O	-13.057	5.609	-3.602	0.033	0.208	-0.398
O	-11.205	2.693	23.399	-0.141	-0.035	0.183
O	-3.894	2.212	26.181	-0.079	-0.263	-0.081
O	-12.408	-0.905	-4.034	-0.332	0.359	-0.614
O	22.282	-0.338	-2.735	-0.695	0.123	-0.014
O	-14.024	-7.758	0.3	-0.222	-0.371	-0.062
O	15.28	-4.65	-3.662	0.003	-0.133	0.131
O	26.846	0.669	-2.453	0.101	-0.27	-0.022
O	-3.738	-1.843	24.122	-0.319	0.102	0.456
O	-7.311	2.185	0.52	0.066	0.273	0.154
O	-11.942	7.277	24.027	-0.125	0.542	0.147
O	-32.517	0.378	27.24	-0.526	0.154	0.21
O	23.959	4.077	-3.967	-0.405	0.287	-0.238
O	-11.267	-5.037	0.234	0.597	-0.301	0.141
O	12.522	-7.424	24.491	-0.437	-0.288	0.596
O	-1.48	-2.895	-4.364	0.467	0.042	0.012
O	31.835	1.492	-2.631	0.08	0.295	-0.225
O	-9.288	1.364	-0.967	-0.168	0.029	-0.31
O	-7.176	1.682	24.188	0.397	0.331	0.44
O	-9.029	3.632	24.382	0.333	0.404	0.441
O	-5.452	-0.589	-5.691	0.263	0.409	0.009
O	25.588	7.804	26.067	0.211	0.749	0.058
O	-4.359	-2.868	-5.392	-0.37	0.059	0.619
O	-3.04	-5.045	-4.707	-0.113	-0.541	0.171
O	-27.282	4.518	-1.79	0.034	-0.233	-0.147
O	25.419	0.827	26.811	-0.037	0.411	-0.436
O	8.117	0.086	-2.788	-0.029	-0.299	-0.163
O	-22.233	-6.736	-1.616	0.153	-0.074	-0.485
O	30.136	-6.534	25.78	0.367	0.068	0.069
O	2.552	3.205	0.593	-0.182	-0.226	-0.216
O	-9.463	-6.604	24.55	0.224	-0.222	0.385
O	23.904	-2.339	-2.334	0.06	0.142	0.332
O	-1.366	-4.23	0.032	-0.107	0.344	-0.27
O	-9.431	3.795	0.092	-0.126	0.426	-0.354
O	20.902	5.376	-1.45	-0.464	0.401	-0.541
O	-15.091	4.085	-5.07	0.114	-0.086	-0.344
O	1.567	-0.607	0.254	-0.651	0.039	0.013
O	3.18	-2.53	1.128	-0.33	0.048	-0.516
O	5.798	0.199	0.817	-0.319	-0.088	0.083
O	-11.172	-5.483	-4.507	0.05	-0.255	0.003
O	7.297	-1.769	-0.089	0.218	-0.304	-0.064
O	28.4	7.925	-1.67	-0.275	-0.041	0.206
O	27.889	-0.303	-4.686	0.511	-0.044	-0.068
O	16.902	6.067	26.192	-0.09	0.408	-0.683
O	12.318	3.444	26.44	0.162	-0.284	-0.242
O	-13.854	7.583	-2.102	-0.114	0.003	-0.118
O	-24.103	-3.253	25.817	-0.093	0.001	-0.002
O	-14.6	1.577	-5.479	-0.142	0.058	0.601
O	31.069	7.72	-1.503	0.361	0.455	0.041
O	29.743	7.089	0.569	-0.743	-0.242	-0.136
O	-1.597	1.498	-0.053	-0.044	-0.489	-0.191
O	-20.059	-4.93	24.873	-0.338	0.795	0.072
O	31.738	5.298	0.878	-0.151	-0.128	-0.385
O	9.198	-5.382	-3.13	-0.022	-0.221	-0.109
O	-17.46	3.525	-0.963	-0.203	0.266	0.589
O	17.875	-3.835	25.569	0.355	0.325	0.162
O	1.961	6.001	-5.168	0.228	-0.518	0.344
O	9.99	-1.039	-1.231	-0.047	0.081	0.122
O	-24.806	5.258	-2.038	0.314	-0.129	0.102
O	12.068	-1.558	0.383	0.216	0.316	-0.336
O	31.175	-3.869	24.542	0.23	-0.098	0.088
O	1.86	-5.68	-2.23	-0.325	0.328	0.221
O	18.088	3.21	0.533	0.113	-0.11	-0.081
O	-19.425	-0.863	26.943	-0.077	-0.011	-0.092
O	-29.542	-0.793	-3.908	-0.222	0.302	0.086
O	19.329	-8.082	0.858	-0.198	0.063	-0.607
O	1.362	-0.348	-2.334	0.21	-0.291	-0.162
O	-30.261	2.166	0.77	-0.566	0.199	0.264
O	16.98	-1.766	-0.388	-0.021	0.436	0.007
O	20.85	-7.333	25.621	-0.334	0.23	-0.377
O	20.259	2.877	-0.849	-0.017	0.061	0.234
O	3.878	-1.424	-3.93	-0.579	-0.23	-0.235
O	-11.038	3.143	27.066	-0.174	-0.511	-0.101
O	-11.347	5.359	25.605	-0.424	-0.156	-0.304
O	13.043	-7.926	-5.14	-0.018	0.47	-0.018
O	-17.582	-1.915	-3.836	0.014	0.584	0.175
O	-11.035	4.403	-2.585	0.401	-0.241	0.54
O	24.161	2.812	0.978	0.082	0.186	-0.268
O	-13.009	2.256	0.281	0.266	0.271	-0.212
O	-13.54	-2.215	-2.063	0.018	0.082	0.265
O	-3.12	-0.789	-4.492	0.139	0.442	0.064
O	7.585	2.021	-4.589	0.464	-0.005	0.03
O	-17.15	-5.494	-1.787	-0.024	-0.488	0.077
O	-31.508	3.083	24.105	0.453	-0.492	0.323
O	-13.415	4.217	26.892	0.087	-0.017	-0.359
O	15.312	-6.653	-5.202	0.478	0.044	0.503
O	22.752	-3.008	26.826	0.715	-0.253	-0.059
O	-30.888	-1.893	0.028	-0.383	-0.165	-0.359
O	-32.219	3.401	-0.331	-0.349	0.117	-0.493
O	-20.401	7.625	-1.311	0.337	0.042	-0.37
O	-14.336	0.168	26.519	0.298	-0.23	0.561
O	-15.894	-5.843	0.429	-0.053	-0.116	0.257
O	9.183	-1.757	25.185	0.004	0.149	-0.563
O	-21.581	0.51	27.567	-0.231	0.048	-0.576
O	-21.878	-1.345	-1.524	-0.041	-0.189	-0.222
O	15.461	-0.056	0.8	0.401	0.091	-0.184
O	-3.901	7.411	-3.391	0.216	-0.235	-0.463
O	18.179	5.29	-4.602	0.436	0.107	0.358
O	21.345	-7.988	-5.011	0.051	-0.49	0.368
O	-5.142	4.188	27.317	-0.101	0.647	0.099
O	-29.251	-3.942	-0.085	-0.312	-0.27	-0.3
O	-6.238	3.668	-3.919	-0.214	0.395	-0.139
O	-5.726	-4.351	26.928	-0.315	0.051	0.399
O	-18.823	-4.106	-3.16	-0.396	-0.357	0.273
O	-20.384	3.628	25.137	0.046	0.387	0.492
O	-20.333	5.173	-0.147	0.195	-0.32	-0.528
O	-23.863	0.339	-1.876	-0.199	-0.035	-0.215
O	-1.06	-0.602	-3.025	0.102	-0.114	-0.008
O	11.197	0.478	1.648	-0.235	0.21	0.336
O	30.91	-1.695	-0.751	0.342	-0.013	-0.312
O	-25.492	4.12	26.126	-0.307	-0.612	0.082
O	29.049	4.633	-4.799	0.42	-0.121	0.219
O	-23.324	6.761	-3.675	0.289	0.409	0.068
O	23.951	0.239	-4.71	0.107	-0.037	0.258
O	27.183	-2.758	24.984	-0.383	0.228	-0.556
O	-13.624	7.864	-4.751	0.466	-0.125	-0.126
O	6.761	4.69	-2.048	-0.386	-0.234	-0.129
O	-10.608	7.98	26.144	0.214	-0.031	0.726
O	26.531	-7.532	-3.479	-0.021	0.501	-0.358
O	16.939	-7.278	1.537	-0.32	-0.053	-0.209
O	-14.924	-1.22	-0.102	-0.204	0.453	-0.345
O	4.556	4.606	24.407	-0.097	-0.57	0.143
O	10.69	-7.354	-4.156	-0.663	-0.024	-0.082
O	0.693	0.706	-4.573	0.527	0.473	0.016
O	-29.658	3.794	-1.087	0.339	-0.18	-0.45
O	15.233	7.062	-4.662	0.289	-0.065	-0.046
O	29.514	-2.353	26.034	-0.077	0.174	0.616
O	11.881	-2.638	-1.925	0.042	-0.625	-0.219
O	21.113	3.662	26.073	0.139	0.188	0.254
O	4.068	-5.835	-3.737	-0.024	0.003	-0.316
O	-22.357	7.531	27.416	-0.137	0.418	0.26
O	0.008	3.923	26.63	0.388	0.055	0.358
O	-17.832	-6.24	-4.334	-0.274	-0.422	0.098
O	17.104	-3.149	-2.623	0.13	-0.054	-0.371
O	3.419	-3.594	-2.471	-0.351	-0.037	0.038
O	27.849	-3.873	-4.068	0.291	-0.006	-0.208
O	-21.668	2.079	-4.721	-0.394	-0.164	-0.125
O	-2.263	8.101	24.872	-0.367	0.215	0.413
O	25.143	2.417	-5.665	0.064	0.042	0.132
O	-19.684	0.613	-3.659	0.005	-0.332	-0.087
O	-7.068	-4.157	24.555	-0.284	0.243	0.372
O	13.151	-4.817	-0.53	-0.068	0.242	-0.636
O	-31.529	1.603	-4.314	0.118	0.581	0.022
O	1.065	8.148	-1.913	0.4	-0.313	-0.194
O	-16.251	8.072	23.425	0.216	-0.534	-0.13
O	24.645	7.53	-2.258	-0.184	0.263	0.116
O	32.045	-2.08	26.308	0.037	0.254	0.053
O	11.384	6.398	-4.492	-0.347	-0.072	0.235
O	-32.284	5.896	-2.139	0.095	-0.437	0.162
O	-16.267	-4.172	-3.902	0.66	-0.107	0.336
O	-28.103	2.325	25.766	0.064	0.481	0.287
O	-27.521	-2.386	-4.223	0.205	0.03	-0.209
O	-28.863	-7.379	-3.958	0.092	0.214	-0.376
O	-15.641	-7.041	-5.45	0.051	0.049	0.028
O	-25.89	-7.563	0.18	0.045	-0.467	0.014
O	-19.408	2.937	-2.511	-0.54	0.217	-0.008
O	12.896	1.391	-4.605	0.119	-0.359	-0.321
O	31.397	-7.485	-5.051	0.187	0.217	0.38
O	-13.915	-5.704	26.689	-0.095	0.412	0.239
O	16.374	3.445	26.208	0.244	0.117	-0.361
O	-17.6	6.302	27.522	0.276	-0.158	0.023
O	19.107	-3.213	-0.882	0.369	0.21	-0.025
O	-28.251	7.034	24.453	-0.213	0.206	0.371
O	0.062	5.779	-2.06	0.071	-0.469	-0.239
O	24.508	4.997	-1.544	0.293	-0.198	-0.077
O	-19.814	2.467	27.354	0.149	0.432	0.315
O	16.51	-1.562	25.849	-0.386	0.254	0.157
O	7.582	-3.983	-1.513	0.231	-0.214	0.401
O	14.417	5.056	25.594	0.133	0.328	-0.404
O	6.642	-5.923	-3.015	0.119	-0.258	0.002
O	-3.815	-0.307	26.208	-0.052	-0.316	-0.388
O	-28.041	-4.908	-3.401	-0.373	0.385	-0.034
O	10.014	1.599	-1.954	-0.295	-0.07	-0.127
O	15.69	-3.692	27.106	0.39	0.297	0.018
O	-29.637	-2.613	25.654	0.085	0.008	-0.039
O	-0.409	-5.274	-4.947	-0.023	-0.443	-0.107
O	-30.315	-2.778	-2.311	-0.477	-0.379	-0.182
O	10.102	2.125	27.398	-0.21	-0.015	0.136
O	-0.561	5.265	-5.528	-0.227	-0.292	0.41
O	-25.577	-4.066	-3.983	-0.18	-0.489	0.178
O	18.598	-1.073	-2.347	0.517	-0.074	-0.188
O	18.715	7.974	27.076	-0.401	0.071	0.095
O	23.465	-4.866	-2.243	0.179	-0.091	0.398
O	-28.383	6.428	-4.818	-0.395	-0.482	0.328
O	-6.835	5.712	23.876	-0.138	-0.527	-0.325
O	5.426	-3.588	0.062	0.04	-0.622	-0.059

Results
total energy: -385566.507 eV
total energy less fixed offsets of O -438.25, Si -107.07 eV per atom: 10.293 eV
